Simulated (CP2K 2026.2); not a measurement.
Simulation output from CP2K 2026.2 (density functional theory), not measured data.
Periodic cell of 2016 atoms, Si1440O576, from a study of silicon, its oxide and their interface. The atomic structure is a simulated model.
Doubt: the forces sum to 3.80 eV/angstrom along one axis rather than to zero, so they err by at least 0.0019 eV/angstrom per atom on average; the grid cutoff is modest.

Settings
functional: PBE
method: Gaussian and plane waves
basis set: DZVP-MOLOPT-SR-GTH
pseudopotentials: GTH-PBE
grid cutoff: 300 Ry, relative cutoff 40 Ry
k points: Gamma only
occupations: fixed
spin: none
net charge: 0

Cell vectors (angstrom)
a	65.28	0	0
b	0	16.32	0
c	0.1504	2.533	33.7927

Atoms and the computed forces on them: element, x, y, z (angstrom), force x, y, z (eV/angstrom)
Si	1.153	-1.145	0.26	0.218	-0.231	0.772
Si	3.621	1.677	0.255	0.274	-0.129	0.757
Si	1.51	3.891	0.682	0.112	0.104	0.726
Si	3.509	7.283	0.231	0.17	-0.014	0.722
Si	1.356	-6.815	0.537	0.003	-0.039	0.504
Si	4.324	-4.001	0.301	-0.276	0.024	0.714
Si	6.942	-1.635	0.207	-0.035	0.246	0.746
Si	9.039	1.803	0.085	0.151	-0.083	0.814
Si	6.781	3.974	0.193	-0.112	0.195	0.676
Si	9.619	6.811	0.35	-0.199	0.064	0.746
Si	6.416	10.048	0.303	0.047	-0.243	0.822
Si	9.212	-3.799	0.174	0.227	-0.085	0.752
Si	12.541	-1.455	0.06	-0.141	-0.013	0.725
Si	15.098	1.339	-0.008	-0.143	0.179	0.706
Si	11.796	4.593	0	0.23	-0.299	0.806
Si	14.642	7.233	0.095	0.09	-0.226	0.757
Si	12.373	-6.917	0.173	-0.024	0.195	0.741
Si	14.804	-3.663	-0.025	0.067	-0.25	0.721
Si	17.311	-0.951	0.044	0.243	-0.082	0.741
Si	20.158	1.906	0.205	0.101	-0.4	0.712
Si	17.984	4.154	0.136	-0.323	0.122	0.695
Si	20.137	7.423	0.208	0.224	-0.409	0.605
Si	17.732	-6.889	0.486	-0.025	0.113	0.754
Si	20.708	-4.488	0.277	-0.087	0.094	0.692
Si	22.686	-1.437	0.123	0.122	0.249	0.626
Si	25.305	1.63	-0.111	0.208	-0.183	0.655
Si	23.186	4.031	0.058	-0.179	0.166	0.672
Si	25.072	7.51	-0.028	0.206	-0.153	0.813
Si	22.976	-6.599	0.527	0.031	-0.017	0.526
Si	25.99	-4.223	-0.212	-0.267	0.261	0.726
Si	28.629	-1.542	0.134	-0.087	0.26	0.755
Si	31.569	1.234	-0.126	-0.27	0.079	0.717
Si	28.104	4.158	-0.385	0.105	0.1	0.805
Si	31.31	6.621	-0.286	-0.16	0.197	0.683
Si	28.195	-6.409	0.068	-0.048	-0.03	0.747
Si	30.891	-3.747	-0.155	0.378	-0.31	0.753
Si	33.817	-0.989	-0.313	0.211	-0.371	0.7
Si	36.884	0.925	-0.157	-0.263	0.424	0.644
Si	33.663	4.452	-0.131	0.069	-0.151	0.687
Si	37.093	6.506	-0.135	-0.275	0.152	0.707
Si	33.949	-6.725	-0.125	-0.127	-0.063	0.74
Si	36.984	-4.411	-0.04	-0.143	0.191	0.672
Si	39.4	-1.092	-0.027	0.162	-0.44	0.587
Si	42.452	0.875	-0.061	-0.135	0.277	0.712
Si	39.189	4.112	-0.144	0.23	-0.111	0.731
Si	-22.52	6.06	-0.391	-0.15	0.235	0.722
Si	39.125	-6.718	0.069	0.187	-0.074	0.676
Si	-23.251	12.078	0.078	-0.047	0.094	0.642
Si	-20.704	-1.392	0.049	0.278	-0.03	0.645
Si	-18.081	1.701	-0.288	0.19	-0.198	0.652
Si	-20.259	3.925	0.112	0.042	-0.004	0.531
Si	-17.571	6.796	-0.128	0.15	-0.145	0.708
Si	-19.767	9.021	-0.193	-0.283	-0.014	0.743
Si	-17.364	11.838	-0.186	-0.107	0.225	0.667
Si	-14.769	-1.426	-0.009	0.038	-0.144	0.689
Si	-12.344	1.381	0.486	0.018	0.117	0.587
Si	-14.465	3.562	0.156	-0.172	0.071	0.807
Si	-11.862	6.361	-0.057	-0.26	0.318	0.715
Si	-15.019	9.716	-0.198	0.115	-0.126	0.714
Si	-11.718	11.885	-0.006	-0.257	0.244	0.833
Si	-8.973	-1.684	-0.032	-0.221	0.057	0.768
Si	-6.329	0.843	0.066	-0.07	0.204	0.74
Si	-9.652	4.124	0.258	0.215	-0.127	0.717
Si	-6.342	6.546	0.236	-0.162	-0.078	0.656
Si	-9.479	-6.665	0.073	0.204	-0.235	0.82
Si	-6.683	-3.861	-0.042	0.079	-0.289	0.709
Si	-3.998	-1.308	0.068	0.168	-0.073	0.646
Si	-0.923	1.22	0.471	-0.254	-0.039	0.689
Si	-4.339	4.148	0.319	0.1	0.102	0.642
Si	-1.593	6.946	0.262	0.253	-0.23	0.791
Si	-3.698	-7.161	0.509	-0.03	0.013	0.727
Si	-0.899	-4.725	0.327	0.094	0.168	0.706
Si	2.707	-0.007	1.613	0	-0.014	-0.089
Si	5.324	2.739	1.523	-0.01	0.006	-0.026
Si	2.701	5.586	1.693	0.049	0.007	-0.04
Si	5.256	8.342	1.471	0.065	-0.031	-0.068
Si	2.756	-5.284	1.6	0.057	0.028	-0.108
Si	5.516	-2.664	1.757	0.018	-0.007	-0.031
Si	8.039	0.104	1.382	-0.002	-0.028	-0.048
Si	10.742	2.896	1.315	-0.023	0.015	-0.089
Si	7.998	5.555	1.483	-0.035	0.002	-0.026
Si	10.866	-8.021	1.606	0.025	0.008	-0.005
Si	8.082	-5.28	1.609	-0.004	0.012	-0.04
Si	10.875	-2.596	1.339	0.002	0.013	-0.034
Si	13.584	0.162	1.398	0.029	0.001	-0.05
Si	16.259	2.952	1.274	0.038	-0.007	-0.042
Si	13.489	5.587	1.336	-0.032	0.018	-0.089
Si	16.153	-8.096	1.603	-0.05	-0.049	-0.029
Si	13.603	-5.276	1.319	0.009	0.022	-0.014
Si	16.265	-2.539	1.424	-0.001	-0.004	-0.014
Si	18.987	0.153	1.289	0.036	-0.002	-0.056
Si	21.692	2.964	1.537	0.048	0.057	-0.008
Si	19.108	5.663	1.464	0.028	0.078	-0.006
Si	21.624	-7.992	1.74	-0.002	-0.029	-0.05
Si	19.023	-5.373	1.639	-0.021	0.051	-0.058
Si	21.557	-2.746	1.597	-0.066	0.006	-0.039
Si	24.207	0.039	1.237	-0.022	-0.056	-0.054
Si	26.97	2.779	1.143	-0.01	-0.023	-0.038
Si	24.298	5.678	1.297	0.026	-0.012	-0.003
Si	26.927	-7.983	1.235	0.009	-0.019	-0.052
Si	24.509	-5.185	1.431	0.072	0.075	-0.037
Si	27.025	-2.698	1.311	-0.023	-0.038	-0.017
Si	29.885	0.136	1.163	0.057	0.018	-0.042
Si	32.648	2.789	1.206	-0.003	0.027	-0.017
Si	29.668	5.463	0.968	-0.044	-0.041	-0.037
Si	32.497	-8.127	1.091	0.022	-0.011	-0.025
Si	29.818	-5.291	1.292	-0.011	0	-0.033
Si	32.66	-2.674	0.976	0.019	0.01	-0.052
Si	35.307	-0.041	1.244	-0.024	-0.027	-0.05
Si	37.954	2.637	1.148	-0.017	-0.037	-0.06
Si	35.316	5.529	1.129	0.038	0.015	-0.01
Si	38.07	-8.299	1.342	-0.014	-0.042	0.028
Si	35.363	-5.489	1.259	-0.025	0.038	-0.066
Si	38.192	-2.798	1.152	0.028	0.05	-0.031
Si	40.886	-0.065	1.417	0.048	0.023	-0.019
Si	-21.725	2.525	1.247	-0.018	-0.036	-0.061
Si	-24.323	5.219	1	-0.027	0.037	-0.069
Si	-21.557	7.872	0.944	-0.044	0.088	-0.068
Si	-24.52	10.674	1.363	-0.062	-0.019	-0.022
Si	-21.88	-2.852	1.391	-0.002	-0.034	-0.072
Si	-19.04	-0.064	1.1	0.067	-0.062	-0.038
Si	-16.311	2.541	1.188	-0.014	-0.097	-0.028
Si	-18.826	5.338	1.284	0.002	0.016	-0.073
Si	-16.1	8.078	1.183	-0.034	0.022	-0.065
Si	-18.869	10.683	1.205	-0.005	0.046	-0.012
Si	-16.227	-2.858	1.156	-0.017	0.008	-0.045
Si	-13.575	-0.193	1.59	-0.072	-0.014	-0.011
Si	-10.757	2.615	1.627	0.009	0.003	-0.041
Si	-13.412	5.275	1.372	0.015	0.002	-0.059
Si	-10.744	8.032	1.246	-0.02	0.009	-0.039
Si	-13.461	10.822	1.197	0.04	0	-0.029
Si	-10.633	-2.801	1.283	0.033	0.01	-0.022
Si	-7.932	-0.18	1.43	-0.004	-0.01	-0.049
Si	-5.471	2.556	1.537	-0.039	-0.062	-0.019
Si	-8.021	5.351	1.426	-0.001	0.003	-0.039
Si	-5.267	7.98	1.725	-0.008	-0.021	-0.045
Si	-7.886	-5.475	1.321	-0.016	0.05	-0.013
Si	-5.214	-2.792	1.442	-0.028	0.031	-0.007
Si	-2.606	-0.035	1.49	-0.026	-0.006	-0.021
Si	0.101	2.632	1.974	-0.028	0.02	0.001
Si	-2.685	5.318	1.559	0.012	-0.015	-0.059
Si	-0.028	8.044	1.705	-0.028	0.018	-0.07
Si	-2.498	-5.631	1.759	-0.027	0.008	-0.037
Si	0.05	-2.843	1.482	-0.019	0.008	-0.064
Si	1.453	1.238	3.172	0.065	-0.031	0.064
Si	4.102	4.168	2.947	-0.015	-0.026	0.004
Si	1.322	6.779	3.104	-0.006	0.028	0.034
Si	4.048	9.641	2.984	-0.009	0.006	0.044
Si	1.395	-4.02	2.991	-0.023	-0.023	0.012
Si	4.094	-1.299	2.979	-0.036	0.003	0.023
Si	6.701	1.375	2.86	0.016	0.014	-0.006
Si	9.418	4.19	2.811	0.025	-0.004	0.027
Si	6.661	6.938	2.815	-0.029	0.022	0.004
Si	9.457	-6.681	2.889	-0.012	0.001	0.001
Si	6.824	-4.011	3.097	0.007	-0.023	0.041
Si	9.505	-1.221	2.729	-0.022	-0.033	0.011
Si	12.134	1.51	2.68	-0.034	-0.008	-0.008
Si	14.86	4.209	2.687	0.012	0.02	0
Si	12.22	6.891	2.871	0.004	-0.026	0.046
Si	14.856	-6.616	2.836	-0.01	0.01	0.022
Si	12.194	-3.979	2.733	0.003	-0.02	0.007
Si	14.904	-1.203	2.81	0.017	0.025	0.025
Si	17.609	1.531	2.673	-0.001	0	0.059
Si	20.367	4.298	2.888	-0.015	0.01	0.029
Si	17.599	6.863	2.844	0.062	0.017	0.036
Si	20.283	-6.679	3.073	-0.008	-0.013	0.09
Si	17.617	-3.908	2.799	-0.031	-0.013	-0.009
Si	20.211	-1.248	2.768	-0.017	0.056	0.012
Si	23.003	1.431	2.724	0.009	-0.031	0.029
Si	25.718	4.22	2.566	-0.017	-0.02	0.028
Si	23.007	6.855	2.862	0.017	-0.02	0.028
Si	25.764	-6.652	2.767	-0.008	0.015	0.025
Si	23.104	-3.941	2.848	0.011	-0.066	0.032
Si	25.67	-1.266	2.598	-0.016	0.008	-0.013
Si	28.453	1.468	2.49	-0.006	0.012	-0.021
Si	31.107	4.133	2.426	-0.003	0.026	-0.009
Si	28.392	6.864	2.436	-0.008	0.014	-0.016
Si	31.184	-6.766	2.51	-0.005	0.012	0.004
Si	28.459	-3.986	2.692	-0.003	0	0.009
Si	31.296	-1.299	2.459	0.006	-0.022	0.033
Si	34.009	1.418	2.573	0.003	-0.002	0
Si	36.634	4.062	2.492	-0.012	-0.007	0.009
Si	33.93	6.879	2.487	-0.004	0.033	0.025
Si	36.671	-6.896	2.628	0.028	0.006	0.01
Si	33.953	-4.044	2.466	-0.026	0.03	0.012
Si	36.727	-1.458	2.51	0.02	-0.004	0.017
Si	39.401	1.349	2.569	-0.03	0.021	0.008
Si	-23.11	3.917	2.544	0.02	0.013	-0.011
Si	-25.67	6.648	2.468	-0.004	-0.039	0.023
Si	-22.976	9.255	2.425	0.029	-0.05	0.014
Si	-25.832	12.16	2.633	0.015	-0.004	0.017
Si	-23.133	-1.474	2.78	-0.006	-0.016	0.038
Si	-20.342	1.204	2.611	-0.013	-0.005	0.039
Si	-17.521	3.954	2.635	0.01	-0.004	0.011
Si	-20.286	6.682	2.552	0.001	0.003	0.02
Si	-17.504	9.388	2.609	0.014	-0.008	0.035
Si	-20.342	12.057	2.511	0.006	0.018	0.035
Si	-17.636	-1.449	2.471	0	0.011	-0.013
Si	-15.048	1.206	2.724	0.006	0.047	0.065
Si	-12.129	4.013	2.884	-0.019	0.01	0.055
Si	-14.812	6.701	2.612	-0.02	-0.009	-0.003
Si	-12.147	9.403	2.595	0.014	0.014	0.022
Si	-14.833	12.168	2.584	-0.008	-0.013	0.007
Si	-12.044	-1.52	2.728	0	-0.064	0.008
Si	-9.334	1.195	2.797	0.041	0.002	0.007
Si	-6.796	3.945	2.878	0.004	0.018	0.017
Si	-9.41	6.74	2.734	-0.016	0.008	-0.005
Si	-6.681	-6.85	2.824	-0.035	-0.009	-0.002
Si	-9.317	12.159	2.716	0.011	0.003	0.007
Si	-6.609	-1.485	2.856	0.018	0	0.01
Si	-3.995	1.297	2.871	-0.001	-0.005	0.021
Si	-1.361	4.057	3.039	-0.032	0.052	0.043
Si	-3.957	6.629	3.059	0.05	-0.033	0.051
Si	-1.262	-6.941	3.166	0.033	-0.036	0.078
Si	-3.944	-4.163	2.874	0.017	0.01	-0.017
Si	-1.319	-1.463	2.865	-0.007	0.013	0.011
Si	-0.002	-0.13	4.353	-0.013	-0.013	-0.027
Si	2.785	2.759	4.356	-0.005	0.006	-0.038
Si	-0.017	5.403	4.418	-0.027	0.024	0.002
Si	2.704	8.231	4.344	-0.002	-0.001	-0.058
Si	0.087	-5.447	4.37	-0.033	-0.004	-0.048
Si	2.743	-2.673	4.344	0.008	0.004	-0.017
Si	5.429	0.063	4.322	0.017	0.019	0.02
Si	8.102	2.779	4.175	0.002	0.005	-0.027
Si	5.443	5.534	4.281	-0.002	0.006	-0.017
Si	8.086	-8.079	4.2	-0.018	-0.013	0.002
Si	5.433	-5.395	4.375	0.01	0.008	-0.015
Si	8.224	-2.566	4.251	-0.002	0.027	-0.026
Si	10.838	0.132	4.115	-0.009	0.014	-0.024
Si	13.516	2.838	4.068	0.011	0.003	0.004
Si	10.816	5.52	4.182	-0.001	0.012	-0.027
Si	13.549	-8.026	4.203	0.011	-0.022	-0.019
Si	10.857	-5.314	4.183	0.041	0.033	-0.028
Si	13.533	-2.606	4.126	0.009	0.002	-0.016
Si	16.284	0.17	4.117	0.023	-0.012	-0.038
Si	18.962	2.847	4.103	-0.021	-0.041	-0.029
Si	16.227	5.495	4.144	0	-0.013	-0.028
Si	18.902	-8.097	4.274	0.011	-0.019	-0.014
Si	16.259	-5.288	4.162	0.015	-0.034	-0.015
Si	18.922	-2.567	4.191	0.044	-0.014	0.021
Si	21.649	0.087	4.092	0.003	-0.006	-0.024
Si	24.421	2.819	3.995	-0.018	0.046	-0.039
Si	21.713	5.552	4.274	-0.013	0.029	0.05
Si	24.413	-8.05	4.106	0.016	0.01	-0.046
Si	21.755	-5.307	4.234	0	0.017	-0.02
Si	24.436	-2.563	4.132	0.039	-0.018	-0.008
Si	27.13	0.084	3.888	-0.01	0.001	0.016
Si	29.826	2.787	3.878	0.043	-0.024	-0.007
Si	27.136	5.517	3.923	-0.014	0.002	-0.012
Si	29.809	-8.135	3.848	-0.017	-0.013	-0.014
Si	27.175	-5.359	4.091	-0.029	0.016	-0.003
Si	29.912	-2.609	3.91	0.015	0.007	-0.033
Si	32.618	0.033	3.883	-0.013	0.003	-0.017
Si	35.347	2.742	3.94	0.009	0.003	0.028
Si	32.542	5.467	3.798	0.016	-0.017	-0.017
Si	35.274	-8.188	3.954	-0.022	-0.021	0.025
Si	32.59	-5.414	3.849	-0.007	0.02	-0.004
Si	35.33	-2.754	3.887	0.033	-0.039	-0.002
Si	38.055	-0.062	3.893	0.006	-0.027	-0.032
Si	-24.501	2.654	3.949	0.005	0.001	0.001
Si	-27.165	5.364	3.821	0.005	0.025	-0.062
Si	-24.375	8.015	3.871	0.011	0.025	0.005
Si	-27.228	10.806	3.943	0.01	0.019	0.006
Si	-24.507	-2.843	4.048	-0.024	-0.006	0.021
Si	-21.704	-0.102	4.017	-0.022	0.032	0.005
Si	-18.976	2.609	3.948	0.006	-0.017	-0.055
Si	-21.705	5.311	3.876	0.005	0.009	-0.032
Si	-18.947	8.053	3.936	0	0.012	-0.024
Si	-21.7	10.687	3.855	-0.034	-0.012	-0.004
Si	-18.995	-2.836	3.853	-0.001	0.034	0.003
Si	-16.36	-0.172	4.028	-0.011	-0.006	0.019
Si	-13.599	2.595	4.063	-0.019	-0.009	-0.05
Si	-16.199	5.349	3.985	-0.024	0.016	0.012
Si	-13.493	8.072	4.008	0.028	0.008	-0.012
Si	-16.188	10.793	3.962	-0.006	-0.009	-0.011
Si	-13.485	-2.85	4.024	-0.022	0.007	-0.001
Si	-10.756	-0.131	4.114	0.005	-0.005	0.007
Si	-8.111	2.595	4.234	-0.012	0.024	0.018
Si	-10.761	5.404	4.161	0.024	-0.021	0.015
Si	-8.092	8.11	4.138	-0.012	-0.033	0.001
Si	-10.776	10.776	4.002	-0.003	0.014	-0.064
Si	-8.035	-2.821	4.168	-0.002	0.007	-0.031
Si	-5.335	-0.071	4.237	-0.042	0.011	-0.018
Si	-2.719	2.658	4.318	-0.008	-0.028	-0.014
Si	-5.415	5.283	4.281	0.008	-0.006	-0.027
Si	-2.673	8.041	4.435	0.017	-0.038	-0.015
Si	-5.346	-5.505	4.215	0.011	-0.012	0.009
Si	-2.666	-2.774	4.273	0.011	0.026	-0.003
Si	1.33	-1.354	16.579	-0.005	-0.018	0.006
Si	4.07	1.375	16.536	-0.003	-0.009	0.01
Si	1.379	4.102	16.53	0.016	0.015	0.009
Si	4.129	6.815	16.511	0.002	-0.005	0.005
Si	1.397	-6.758	16.467	0.034	-0.01	-0.006
Si	4.056	-4.047	16.487	-0.015	-0.003	-0.023
Si	6.818	-1.341	16.475	0.018	-0.028	0.018
Si	9.536	1.417	16.415	0.003	-0.021	0
Si	6.84	4.113	16.492	-0.005	-0.002	0.019
Si	9.623	-9.436	16.487	0.015	0.005	0.032
Si	6.817	-6.81	16.47	-0.014	0.002	0.019
Si	9.58	-4.06	16.411	0.002	-0.003	-0.004
Si	12.296	-1.33	16.343	-0.01	-0.002	-0.004
Si	15.057	1.451	16.318	0	0.005	0.002
Si	12.326	4.195	16.392	0	0.001	0.014
Si	15.061	-9.428	16.349	0.012	-0.013	0.009
Si	12.337	-6.715	16.462	0.001	-0.004	0.015
Si	15.038	-4.011	16.386	-0.019	-0.009	0.002
Si	17.745	-1.275	16.318	-0.004	0.018	0.007
Si	20.471	1.393	16.24	0.008	-0.001	-0.01
Si	17.722	4.183	16.308	0.002	0.01	0.01
Si	20.472	-9.422	16.321	-0.005	0.006	0.001
Si	17.792	-6.71	16.341	0.014	-0.003	0.003
Si	20.53	-4.012	16.282	-0.005	0.007	0.001
Si	23.216	-1.29	16.271	-0.009	0.013	0.009
Si	25.899	1.383	16.276	-0.012	0.004	0.005
Si	23.187	4.146	16.256	-0.007	0	0.002
Si	25.896	-9.495	16.24	0.011	-0.01	-0.004
Si	23.187	-6.735	16.299	0.015	-0.004	0.011
Si	25.904	-4.072	16.22	-0.008	-0.014	-0.008
Si	28.588	-1.372	16.199	0.001	-0.01	0.004
Si	31.301	1.35	16.128	-0.012	0.002	-0.008
Si	28.56	4.07	16.219	0.013	-0.027	0
Si	31.288	-9.557	16.202	-0.02	0.004	0.014
Si	28.603	-6.795	16.225	-0.019	0.008	0.009
Si	31.32	-4.131	16.175	0.001	-0.006	-0.006
Si	34.029	-1.388	16.122	0.008	0	-0.001
Si	36.725	1.319	16.188	0.009	-0.003	0.009
Si	34.011	4.069	16.201	0.013	0.011	0.013
Si	36.721	-9.554	16.199	-0.004	0.014	0.001
Si	34.034	-6.812	16.164	-0.016	0.014	0
Si	36.719	-4.14	16.105	-0.014	-0.013	-0.006
Si	39.41	-1.402	16.148	0.015	-0.004	-0.004
Si	-23.165	1.318	16.166	0.008	0.002	0.005
Si	-25.848	4.047	16.199	-0.001	0.014	0.01
Si	-23.175	6.677	16.19	-0.011	-0.029	0.012
Si	-25.912	9.429	16.164	-0.022	0.005	0.008
Si	-23.215	-4.161	16.122	0.003	0.002	-0.012
Si	-20.457	-1.428	16.16	0.013	-0.004	0.008
Si	-17.795	1.241	16.165	0	-0.005	-0.007
Si	-20.519	3.981	16.197	0.01	-0.018	0.018
Si	-17.754	6.728	16.142	-0.005	0.012	-0.001
Si	-20.468	9.435	16.124	-0.005	-0.01	-0.003
Si	-17.72	-4.139	16.213	0.023	0.009	0.008
Si	-15.069	-1.427	16.263	-0.031	0.02	0.015
Si	-12.341	1.27	16.319	-0.008	-0.008	-0.008
Si	-15.043	3.992	16.21	-0.004	-0.002	0.012
Si	-12.292	6.792	16.29	0.01	0.025	0.003
Si	-15.021	9.489	16.253	0.004	-0.003	0.011
Si	-12.287	-4.126	16.304	0.006	0.009	0.016
Si	-9.6	-1.404	16.437	-0.012	0.008	0.021
Si	-6.866	1.352	16.449	0.01	0.014	-0.006
Si	-9.582	4.036	16.355	-0.001	0.008	0.011
Si	-6.879	6.779	16.405	0.011	-0.002	0.003
Si	-9.596	9.484	16.424	0.003	0.025	0.018
Si	-6.895	-4.089	16.497	0.007	-0.027	0.014
Si	-4.117	-1.332	16.538	0.008	0.016	0.022
Si	-1.407	1.36	16.518	-0.002	-0.022	0.005
Si	-4.159	4.05	16.494	-0.019	-0.001	0.016
Si	-1.398	6.837	16.489	-0.011	0.02	0.001
Si	-4.131	9.548	16.479	0.023	0.001	-0.001
Si	-1.38	-3.982	16.519	0.007	0.006	0.008
Si	2.695	0.019	17.921	0.014	0.019	0.026
Si	5.467	2.738	17.853	-0.01	0.008	0
Si	2.794	5.444	17.881	-0.015	-0.023	0.007
Si	5.445	8.197	17.898	-0.015	-0.008	0.016
Si	2.714	-5.397	17.88	-0.011	0.013	0.021
Si	5.436	-2.712	17.818	-0.01	0.006	0.009
Si	8.19	0.04	17.796	0.01	0.025	-0.005
Si	10.922	2.827	17.682	0.004	0.007	0.007
Si	8.225	5.514	17.797	0.007	-0.006	0.02
Si	11.048	-8.104	17.865	0.021	0.012	0.046
Si	8.251	-5.473	17.741	0.012	-0.006	-0.007
Si	10.961	-2.692	17.728	0.014	0.01	0.003
Si	13.718	0.029	17.601	0.004	-0.03	-0.016
Si	16.4	2.816	17.694	-0.017	0.01	0.011
Si	13.743	5.541	17.736	-0.028	-0.016	-0.003
Si	16.424	-8.06	17.693	0.023	-0.021	0.016
Si	13.693	-5.321	17.818	0.007	0.018	0.003
Si	16.411	-2.632	17.698	-0.011	0.017	0.036
Si	19.125	0.082	17.647	-0.001	0.008	0.024
Si	21.858	2.723	17.556	0.027	-0.008	0.009
Si	19.055	5.577	17.649	-0.009	0.005	0.014
Si	21.846	-8.077	17.697	-0.016	0.011	0.017
Si	19.216	-5.37	17.661	-0.005	-0.025	0.026
Si	21.881	-2.642	17.636	-0.003	-0.026	0.025
Si	24.581	0.023	17.675	-0.007	0.014	0.055
Si	27.226	2.745	17.657	0.024	0.002	0.029
Si	24.541	5.499	17.63	-0.013	0.014	-0.02
Si	27.239	-8.137	17.599	-0.009	0.021	0.032
Si	24.569	-5.381	17.642	0.034	-0.014	0.03
Si	27.268	-2.758	17.583	0.014	0.019	-0.008
Si	29.943	0.024	17.496	-0.001	0.007	0.029
Si	32.65	2.664	17.512	-0.032	0.005	0.003
Si	29.923	5.393	17.574	-0.004	0.013	0.029
Si	32.64	-8.145	17.5	0.013	-0.001	-0.014
Si	29.978	-5.468	17.594	0.018	-0.001	-0.002
Si	32.719	-2.779	17.471	0.001	-0.023	0.017
Si	35.366	-0.063	17.532	-0.001	-0.028	0.004
Si	38.084	2.689	17.549	-0.017	-0.006	0.036
Si	35.356	5.446	17.574	0.005	-0.018	0.022
Si	38.069	-8.24	17.623	-0.016	0.009	0.006
Si	35.461	-5.518	17.527	0.03	0.002	0.048
Si	38	-2.739	17.468	0.001	0.005	-0.003
Si	40.78	-0.053	17.509	-0.025	-0.02	0.006
Si	-21.846	2.613	17.629	0.012	-0.026	0.035
Si	-24.518	5.367	17.649	0.001	0.029	0.028
Si	-21.796	8.055	17.483	0.055	0.013	0.02
Si	-24.592	10.819	17.488	0.016	-0.014	0.015
Si	-21.843	-2.806	17.445	-0.016	0.035	0.014
Si	-19.151	-0.075	17.585	0.008	-0.004	0.033
Si	-16.406	2.553	17.489	0.03	0.003	-0.004
Si	-19.166	5.41	17.466	-0.004	0.039	0.014
Si	-16.418	8.085	17.519	0.014	-0.005	0.005
Si	-19.093	10.763	17.475	-0.004	-0.01	0.003
Si	-16.446	-2.742	17.647	-0.025	-0.014	0.042
Si	-13.708	-0.121	17.666	0.017	0.013	0.017
Si	-11.006	2.678	17.641	0.016	-0.008	0.009
Si	-13.716	5.426	17.531	-0.014	-0.013	-0.014
Si	-10.977	8.117	17.762	-0.046	0	0.05
Si	-13.646	10.841	17.632	-0.002	-0.037	0.025
Si	-10.996	-2.79	17.761	0	0.007	0
Si	-8.248	0.006	17.78	0.001	-0.011	-0.019
Si	-5.529	2.679	17.882	-0.002	0.003	-0.03
Si	-8.203	5.367	17.741	0.012	-0.013	0.003
Si	-5.569	8.189	17.762	0.014	0.019	-0.013
Si	-8.277	-5.474	17.85	-0.011	-0.034	-0.001
Si	-5.525	-2.703	17.842	-0.013	-0.01	0.019
Si	-2.783	0.064	17.942	-0.032	0.023	0.037
Si	-0.008	2.713	17.833	0.014	0.006	-0.028
Si	-2.811	5.47	17.798	-0.031	-0.007	0.011
Si	0.035	-8.116	17.781	-0.004	0.017	0.001
Si	-2.773	-5.345	17.802	-0.04	-0.024	-0.011
Si	-0.041	-2.679	18	-0.002	-0.02	0.047
Si	1.313	1.401	19.288	0.019	-0.015	0.026
Si	4.16	4.072	19.283	-0.006	0.004	-0.029
Si	1.412	6.863	19.143	-0.001	0.01	-0.039
Si	4.054	-6.746	19.269	0.04	-0.027	-0.021
Si	1.343	-4.12	19.327	-0.048	0.004	-0.025
Si	4.093	-1.366	19.234	0.039	-0.014	-0.043
Si	6.818	1.363	19.193	-0.031	-0.017	-0.042
Si	9.619	4.17	19.119	0.048	0.015	-0.024
Si	6.886	6.85	19.203	-0.002	-0.004	0.011
Si	9.655	-6.718	19.173	-0.009	-0.011	-0.036
Si	6.81	-4.189	19.033	-0.037	-0.035	-0.031
Si	9.591	-1.356	19.057	-0.026	0.008	-0.013
Si	12.357	1.418	18.851	0.028	0.006	-0.01
Si	15.095	4.194	19.101	0.013	0.018	-0.006
Si	12.526	-9.434	19.214	0.011	0.034	-0.033
Si	15.148	-6.677	19.089	0.003	0.009	-0.018
Si	12.317	-3.941	19.188	0.037	-0.013	0.022
Si	14.988	-1.307	19.056	-0.032	0.026	-0.043
Si	17.743	1.418	19.009	-0.006	-0.021	-0.014
Si	20.41	4.063	18.786	-0.027	-0.021	-0.038
Si	17.767	-9.352	19.118	0.027	-0.032	-0.002
Si	20.547	-6.691	19.111	-0.016	-0.008	-0.032
Si	17.917	-3.934	18.959	0.004	0.05	-0.042
Si	20.528	-1.261	18.97	0.013	-0.006	-0.009
Si	23.224	1.446	19.007	-0.019	0.023	-0.049
Si	25.844	4.135	19.021	0.03	-0.057	0.014
Si	23.218	-9.459	19.024	0.019	0.034	0.022
Si	25.881	-6.796	19.006	-0.003	-0.028	-0.005
Si	23.278	-3.954	19.008	0.018	0.023	-0.02
Si	25.958	-1.422	18.987	-0.028	0.007	-0.033
Si	28.612	1.329	18.956	-0.008	0.02	-0.003
Si	31.262	3.955	18.888	-0.04	-0.009	-0.012
Si	28.594	-9.52	18.93	0.02	0.001	-0.04
Si	31.345	-6.835	18.951	-0.019	-0.004	0.017
Si	28.612	-4.124	18.955	-0.027	-0.002	0.006
Si	31.314	-1.4	18.733	0.005	-0.022	-0.039
Si	33.998	1.293	18.863	-0.006	0.017	-0.005
Si	36.726	4.062	18.913	0.012	0.015	-0.029
Si	33.972	-9.451	18.882	0.036	-0.011	-0.007
Si	36.734	-6.884	19.026	-0.022	0.016	-0.003
Si	34.153	-4.097	18.822	-0.005	0.044	-0.02
Si	36.699	-1.421	18.931	-0.002	-0.009	-0.002
Si	39.453	1.306	18.894	0.006	0.01	-0.019
Si	-23.151	4.003	19.029	-0.004	0.009	0.007
Si	39.403	-9.585	19.054	0	-0.003	0.013
Si	-23.242	9.372	18.752	-0.026	-0.022	-0.057
Si	39.294	-4.113	18.81	-0.012	-0.012	-0.025
Si	42.14	-1.438	18.842	0.034	0.015	-0.019
Si	-20.541	1.183	19.024	-0.011	-0.03	-0.004
Si	-17.831	3.944	18.667	-0.029	-0.023	-0.032
Si	-20.409	6.799	18.933	0.026	0.011	-0.036
Si	-17.778	9.409	18.876	-0.05	-0.006	-0.018
Si	-20.499	-4.204	18.737	0.017	-0.007	-0.033
Si	-17.872	-1.406	19.038	0.031	0.006	-0.004
Si	-15.122	1.216	18.962	-0.05	0.004	-0.031
Si	-12.41	4.077	18.888	0.022	-0.006	-0.051
Si	-15.072	6.758	18.89	0.035	0.028	-0.02
Si	-12.379	9.502	19.116	0.016	-0.007	-0.037
Si	-14.981	-4.065	18.936	0.043	0.041	-0.026
Si	-12.396	-1.467	19.12	-0.048	-0.01	-0.003
Si	-9.695	1.351	19.061	0.019	0.015	-0.023
Si	-6.91	4.036	19.219	-0.032	0.002	0.001
Si	-9.58	6.696	19.06	-0.024	0.025	-0.026
Si	-6.904	9.484	19.218	0.011	0.007	-0.004
Si	-9.681	-4.122	19.196	-0.014	-0.031	-0.004
Si	-6.855	-1.282	19.183	0.019	0.047	-0.014
Si	-4.168	1.414	19.351	-0.012	-0.022	-0.03
Si	-1.404	4.102	19.087	0.039	-0.023	-0.039
Si	-4.252	6.828	19.101	-0.014	-0.008	-0.012
Si	-1.286	-6.646	19.05	0.045	0.028	-0.04
Si	-4.193	-4.078	19.216	0.012	-0.039	-0.015
Si	-1.413	-1.237	19.347	0.04	-0.014	-0.03
Si	-0.065	0.143	20.777	-0.009	0.053	0.102
Si	2.737	2.716	20.658	0.012	0.014	0.005
Si	-0.011	5.45	20.363	0.096	-0.025	-0.006
Si	2.628	8.27	20.627	-0.014	-0.012	0.054
Si	-0.053	-5.455	20.734	-0.029	0.007	0.06
Si	2.774	-2.787	20.618	0.032	-0.004	0.07
Si	5.45	0.031	20.61	-0.041	0.042	0.055
Si	8.225	2.769	20.425	0.03	-0.015	0.075
Si	5.573	5.483	20.596	0.023	-0.047	0.062
Si	8.357	8.145	20.516	0.008	-0.017	0.036
Si	5.596	-5.544	20.577	0.033	-0.044	0.061
Si	8.144	-2.766	20.259	0.043	0.028	-0.006
Si	11.044	0.074	20.211	0.002	-0.037	-0.002
Si	13.691	2.717	20.26	-0.013	0.001	0.02
Si	11.122	5.44	20.465	0.038	-0.053	-0.037
Si	13.934	-7.981	20.6	-0.028	-0.079	0.085
Si	10.979	-5.289	20.564	-0.028	0.017	0.036
Si	13.624	-2.55	20.587	-0.007	0.033	0.026
Si	16.393	0.046	20.346	-0.011	0.026	0.042
Si	19.121	2.795	20.281	0.006	-0.019	0.053
Si	16.453	5.564	20.505	0.016	0.005	0.046
Si	19.132	-7.971	20.532	0.016	0.031	-0.001
Si	16.586	-5.276	20.295	0.01	-0.048	0.05
Si	19.238	-2.574	20.386	0.007	-0.021	0.041
Si	21.873	0.052	20.337	0.027	0.021	0.042
Si	24.533	2.808	20.468	-0.026	-0.026	0.06
Si	21.756	5.382	20.089	0.03	-0.01	-0.006
Si	24.478	-8.057	20.485	0.008	0.026	0.035
Si	21.94	-5.247	20.394	-0.046	-0.024	0.063
Si	24.653	-2.707	20.476	0.005	0	0.062
Si	27.325	-0.096	20.327	0.048	-0.022	0.039
Si	29.95	2.633	20.381	0.04	-0.029	0.043
Si	27.159	5.548	20.335	-0.027	0.052	0.047
Si	30.029	-8.256	20.319	0.002	-0.013	0.027
Si	27.329	-5.517	20.368	-0.01	-0.017	0.018
Si	30.002	-2.69	20.162	-0.007	0.044	0.042
Si	32.654	-0.134	20.139	0.006	-0.013	0.047
Si	35.333	2.663	20.2	0.006	-0.002	0.047
Si	32.617	5.41	20.093	-0.003	0.024	0.026
Si	35.271	-8.186	20.415	-0.007	0.072	0.03
Si	32.821	-5.449	20.149	0.025	-0.026	0.022
Si	35.411	-2.795	20.362	-0.015	-0.027	0.041
Si	38.049	-0.028	20.241	0.007	0.003	0.047
Si	40.819	2.556	20.378	0.032	-0.042	0.072
Si	38.047	5.351	20.427	-0.016	-0.011	0.073
Si	40.799	-8.163	20.344	0.018	-0.026	0.107
Si	38.092	-5.431	20.339	-0.079	-0.014	0.03
Si	40.674	-2.753	20.077	-0.032	0.027	0.013
Si	43.448	-0.29	20.46	0.03	-0.002	0.073
Si	-19.134	2.687	20.137	-0.026	0.009	0.062
Si	-21.763	5.446	20.3	-0.009	0.038	0.083
Si	-19.045	8.148	20.412	-0.03	-0.001	0.071
Si	-21.87	10.736	19.99	0.019	-0.015	0.021
Si	-19.339	-2.879	20.243	0.007	0.076	0.042
Si	-16.441	-0.104	20.452	0.011	-0.073	0.03
Si	-13.805	2.727	20.172	-0.032	0.022	0.029
Si	-16.502	5.29	19.973	-0.003	0.039	-0.009
Si	-13.845	8.106	20.392	-0.014	0.02	0.062
Si	-16.391	10.824	20.068	0.005	-0.022	0.029
Si	-13.728	-2.823	20.563	-0.014	-0.03	0.083
Si	-11.076	-0.03	20.397	0.015	0.012	0.041
Si	-8.425	2.718	20.515	0.016	0.026	0.044
Si	-11.052	5.351	20.3	-0.019	-0.026	0.024
Si	-8.266	8.029	20.497	0.041	-0.019	0.083
Si	-11.052	-5.467	20.615	-0.049	-0.02	0.058
Si	-8.282	-2.68	20.421	-0.018	-0.009	0.043
Si	-5.538	0.028	20.743	0.017	0.005	0.047
Si	-2.773	2.929	20.564	-0.052	-0.038	0.074
Si	-5.566	5.457	20.568	-0.022	-0.044	0.059
Si	-2.744	-8.034	20.145	-0.042	-0.011	-0.06
Si	-5.558	-5.484	20.632	0.045	-0.006	0.037
Si	-2.863	-2.637	20.56	-0.044	0.008	0.029
Si	1.595	-1.185	21.874	-0.245	-0.107	-0.789
Si	3.814	1.057	21.995	0.313	0.294	-0.713
Si	1.571	4.446	21.761	-0.385	-0.41	-0.54
Si	3.917	6.687	21.751	0.212	0.226	-0.555
Si	0.837	-7.265	22.073	0.129	0.272	-0.646
Si	4.467	-3.962	21.853	-0.229	-0.077	-0.667
Si	6.621	-1.689	21.65	-0.019	0.166	-0.757
Si	9.853	1.542	21.521	-0.179	-0.052	-0.699
Si	6.985	4.077	21.894	-0.126	0.163	-0.762
Si	10.07	7.062	21.725	-0.289	-0.163	-0.732
Si	7.285	-6.667	21.931	-0.296	-0.154	-0.712
Si	9.238	-4.183	21.744	0.286	0.097	-0.73
Si	12.497	-0.795	21.832	-0.108	-0.348	-0.679
Si	14.853	1.238	21.618	0.137	0.064	-0.772
Si	12.119	3.681	21.668	0.174	0.32	-0.737
Si	15.281	-9.373	22.04	0.072	0.118	-0.66
Si	12.209	-6.884	21.774	0.178	0.248	-0.738
Si	15.375	-3.769	21.558	-0.171	0.027	-0.761
Si	17.556	-1.523	21.616	0.18	0.205	-0.809
Si	20.611	1.583	21.591	-0.137	-0.255	-0.744
Si	18.097	4.374	21.678	-0.251	-0.117	-0.749
Si	20.319	-9.751	21.46	-0.031	0.201	-0.687
Si	18.187	-6.152	21.801	-0.169	-0.36	-0.726
Si	20.522	-3.99	21.777	0.183	0.297	-0.647
Si	23.479	-1.03	21.675	-0.135	-0.236	-0.82
Si	25.761	1.104	21.575	0.015	0.219	-0.839
Si	22.715	3.877	21.613	0.352	0.117	-0.79
Si	26.088	-9.165	21.781	-0.184	-0.23	-0.712
Si	23.387	-6.376	21.826	-0.093	-0.203	-0.697
Si	25.824	-4.372	21.749	0.096	0.225	-0.805
Si	28.927	-1.258	21.685	-0.225	-0.116	-0.741
Si	31.156	0.921	21.553	-0.089	0.292	-0.729
Si	28.691	4.29	21.528	-0.057	-0.274	-0.787
Si	31.078	-9.973	21.571	0.099	0.281	-0.757
Si	28.496	-7.144	21.662	0.081	0.241	-0.812
Si	31.657	-3.836	21.296	-0.053	0.066	-0.741
Si	33.758	-1.635	21.575	0.263	0.105	-0.804
Si	36.859	1.53	21.546	-0.092	-0.188	-0.794
Si	34.104	4.241	21.393	-0.03	-0.176	-0.76
Si	36.314	-9.889	21.657	0.258	0.136	-0.774
Si	34.176	-6.513	21.762	-0.075	-0.232	-0.692
Si	36.52	-4.374	21.777	0.143	0.228	-0.761
Si	39.6	-1.235	21.499	-0.128	-0.037	-0.772
Si	41.888	0.88	21.744	0.147	0.208	-0.77
Si	39.177	3.635	21.643	0.084	0.237	-0.846
Si	42.439	-9.262	21.642	-0.159	-0.15	-0.811
Si	39.828	-6.397	21.592	-0.036	-0.065	-0.726
Si	41.998	-4.243	21.227	-0.025	-0.011	-0.589
Si	44.269	-2.177	21.804	0.189	0.316	-0.755
Si	-17.597	1.625	21.5	-0.072	-0.212	-0.717
Si	-20.114	4.306	21.505	-0.109	-0.002	-0.741
Si	-17.811	6.409	21.494	-0.035	0.221	-0.632
Si	-20.759	9.386	21.525	0.365	-0.006	-0.743
Si	-17.66	-4.033	21.295	-0.145	-0.127	-0.841
Si	-15.444	-1.816	21.838	0.409	0.52	-0.591
Si	-12.404	1.533	21.532	-0.019	-0.159	-0.622
Si	-15.412	3.855	21.424	0.236	0.097	-0.683
Si	-12.171	6.954	21.542	-0.186	-0.045	-0.763
Si	-15.082	9.713	21.617	0.065	-0.159	-0.764
Si	-12.755	-4.475	21.999	0.27	0.227	-0.704
Si	-9.492	-1.145	21.719	-0.148	-0.208	-0.694
Si	-7.31	1.155	21.848	0.255	0.168	-0.705
Si	-10.18	3.742	21.776	0.295	0.147	-0.797
Si	-6.995	6.687	21.995	-0.092	-0.102	-0.715
Si	-9.891	9.138	21.726	0.137	0.271	-0.736
Si	-6.756	-3.79	21.789	0.044	-0.179	-0.7
Si	-4.427	-1.668	22.048	0.142	0.328	-0.731
Si	-1.49	1.705	22.059	0.197	-0.12	-0.664
Si	-3.693	4.736	21.822	-0.175	-0.242	-0.631
Si	-1.392	6.945	21.419	0.026	-0.001	-0.389
Si	-3.724	-6.598	21.659	-0.446	-0.076	-0.689
Si	-1.726	-4.18	21.862	0.407	0.092	-0.719
Si	-1.079	-3.942	24.867	-0.104	-0.01	-0.12
Si	4.953	-2.742	-6.99	-0.014	-0.074	-0.043
Si	-3.446	5.251	24.654	0.016	0.027	-0.133
Si	4.88	2.973	23.85	-0.059	-0.009	0.04
Si	3.943	-4.672	24.829	-0.024	-0.109	-0.081
Si	8.431	-2.26	23.886	0.067	-0.07	-0.064
Si	9.893	1.912	-7.145	-0.084	-0.035	-0.155
Si	15.497	-1.673	25.587	0.057	0.096	0.112
Si	1.934	-2.556	-7.033	-0.077	-0.084	0.056
Si	14.924	-4.31	24.41	0.075	-0.014	-0.041
Si	9.076	-7.519	-3.943	0.138	0.031	-0.035
Si	10.33	-0.138	23.911	0.136	-0.155	-0.154
Si	8.909	-2.911	-5.354	-0.032	-0.006	0.024
Si	16.268	3.091	23.811	-0.065	-0.027	-0.163
Si	13.821	4.953	23.784	0.036	-0.096	-0.142
Si	17.462	-6.024	24.885	0.054	0.093	-0.148
Si	10.965	6.409	-4.912	-0.075	-0.077	0.137
Si	21.853	-3.367	-4.25	0.123	-0.027	0.287
Si	21.97	5.911	23.721	-0.024	-0.103	-0.21
Si	17.026	0.878	25.709	-0.066	-0.123	-0.026
Si	21.157	5.283	-6.831	0.094	-0.021	0.01
Si	23.209	4.781	-2.849	0.002	-0.074	0.044
Si	22.907	-4.67	-6.876	0.018	0.115	-0.155
Si	21.662	-2.092	24.016	-0.028	-0.118	-0.184
Si	24.718	0.303	-2.695	-0.129	-0.055	0.104
Si	26.128	2.266	26.327	0.018	-0.134	-0.016
Si	22.948	-6.827	24.788	-0.053	-0.041	-0.041
Si	27.942	-3.356	23.881	0.076	0.039	-0.215
Si	22.028	3.033	-5.163	-0.073	0.062	-0.039
Si	22.381	-7.539	-6.796	-0.078	0.002	-0.028
Si	32.502	2.665	23.591	0.042	-0.122	-0.139
Si	-29.305	-0.31	-5.624	-0.034	-0.023	0.13
Si	27.854	-5.263	-6.923	0.182	-0.162	0.039
Si	24.601	7.189	24.558	0.145	0.018	-0.249
Si	-31.064	1.477	25.918	0.064	-0.087	-0.14
Si	31.465	6.572	24.617	-0.021	-0.014	-0.151
Si	-27.848	6.853	24.502	-0.117	-0.048	-0.021
Si	-29.752	-0.258	23.749	-0.059	0.009	-0.133
Si	-31.113	6.503	-6.791	-0.039	-0.013	-0.03
Si	-26.173	-7.182	24.515	0.012	0.118	-0.046
Si	-32.628	-6.936	24.591	0.016	0.029	-0.277
Si	-26.81	-4.336	-7.11	0.029	0.151	-0.035
Si	-27.449	-2.457	23.817	-0.058	-0.082	-0.115
Si	-22.443	1.293	24.763	0.036	-0.001	-0.099
Si	-25.632	4.702	24.461	0.02	-0.085	0.089
Si	-22.644	-6.432	-7.102	0.142	-0.033	0.045
Si	-29.2	-3.468	-5.473	-0.021	-0.075	0.134
Si	-15.352	-0.903	24.8	-0.08	-0.184	0.024
Si	-24.043	8.014	26.216	-0.008	0.156	-0.047
Si	-12.941	6.129	24.464	-0.066	0.175	0.069
Si	-20.84	3.863	24.382	0.022	-0.128	-0.124
Si	-15.78	5.801	23.668	0.113	0.039	-0.199
Si	-19.202	-5.407	23.646	-0.141	0.008	0
Si	-11.837	1.281	-4.119	0.009	0.076	0.075
Si	-8.742	5.051	24.188	0.029	0.081	-0.073
Si	-1.136	2.461	-2.383	0.104	0.05	0.067
Si	-14.355	0.726	-5.353	-0.037	-0.056	0.023
Si	-12.23	-4.803	24.975	0.038	0.22	-0.174
Si	-16.811	-6.965	24.247	0.091	0.004	-0.145
Si	-8.448	0.36	26.285	-0.022	-0.005	0.032
Si	-8.401	-5.061	-6.935	0.094	0.036	-0.113
Si	-6.908	2.508	24.733	-0.2	0.027	-0.132
Si	-4.742	7.996	23.824	0.011	-0.173	0.024
Si	-7.368	6.36	-3.468	0.062	-0.096	-0.014
Si	-11.294	-5.135	-6.867	-0.035	-0.048	-0.038
Si	-3.226	-6.4	-6.487	0.126	-0.062	-0.034
Si	-6.84	4.561	-5.691	0.092	-0.025	0.098
Si	2.449	4.62	24.364	-0.099	-0.125	0.023
Si	-0.114	5.192	-1.697	-0.136	0.013	0.067
Si	0.302	-1.51	24.602	-0.01	0.065	-0.041
Si	-0.08	7.149	-6.221	0.024	0.139	0.027
Si	-7.468	1.54	-5.6	0.026	-0.019	0.082
Si	-4.753	3.316	26.488	0.05	-0.003	0.021
Si	3.793	0.693	-2.776	-0.105	0.023	0.101
Si	4.369	4.345	26.218	-0.1	0.089	-0.063
Si	1.407	6.814	-3.744	-0.013	0.138	-0.033
Si	1.163	-5.981	24.911	0.087	-0.026	-0.161
Si	1.962	-4.298	-4.313	0.064	0.115	-0.004
Si	5.036	-7.19	26.32	-0.107	-0.058	-0.036
Si	7.702	1.924	-5.057	0.084	-0.035	0.049
Si	12.852	-6.269	24.823	-0.048	-0.103	0.01
Si	6.09	-2.739	25.699	0.033	0	-0.07
Si	0.08	-6.85	-4.29	-0.165	-0.13	0.093
Si	15.114	-6.32	-4.464	0.051	0.056	0.038
Si	13.78	-3.85	-5.64	0	0.029	-0.109
Si	12.245	6.298	26.161	-0.014	0.086	-0.04
Si	9.872	1.448	26.294	-0.062	0.015	-0.07
Si	10.476	-7.644	25.957	-0.014	-0.035	0.035
Si	11.482	-3.263	-3.961	-0.127	-0.024	-0.006
Si	16.359	-2.488	-5.198	0.061	-0.048	-0.094
Si	17.768	-1.14	-2.895	0.053	0.004	0.051
Si	19.369	1.574	-5.797	0.141	0.034	0.104
Si	16.81	7.346	24.848	-0.017	-0.028	-0.187
Si	27.233	-1.303	-5.18	0.014	-0.097	0.005
Si	19.129	-7.512	-6.621	-0.01	-0.041	0.044
Si	19.667	-4.767	-2.444	-0.064	-0.034	0.007
Si	17.542	4.586	-2.807	0.071	0.045	-0.03
Si	27.49	6.032	-4.992	0.085	0.13	-0.092
Si	21.967	7.029	-4.605	-0.041	-0.126	0.062
Si	26.165	3.939	-6.737	0.033	0.047	0.209
Si	20.36	-0.756	-4.32	0.009	-0.01	-0.026
Si	24.589	1.517	-5.556	0.032	0.154	-0.037
Si	32.489	4.825	-5.043	0.041	0.067	-0.072
Si	29.936	2.735	25.125	0.046	-0.016	-0.041
Si	29.208	5.603	26.157	0	0.095	-0.024
Si	30.183	-5.483	23.588	-0.029	-0.055	0.001
Si	27.436	2.589	23.763	0.002	0.006	-0.176
Si	30.541	-5.135	-5.805	-0.161	-0.07	0.005
Si	31.64	-0.67	-6.501	0.018	0.128	0.13
Si	-25.725	3.678	-5.498	-0.047	0.027	-0.016
Si	-29.853	7.716	-2.241	0.1	-0.01	0.061
Si	-26.939	-6.696	-5.32	-0.008	0.027	0.044
Si	-24.84	-1.753	-6.979	-0.051	-0.067	-0.002
Si	-31.834	-5.121	-5.167	-0.022	0.016	0.079
Si	-20.024	-0.187	26.046	-0.102	-0.055	-0.005
Si	-17.787	4.008	25.306	-0.017	-0.03	-0.153
Si	-26.02	2.652	-2.953	0.004	0.051	0.1
Si	-24.963	-5.546	26.589	0.108	-0.113	-0.068
Si	-25.447	-6.965	-2.808	-0.019	0.035	0.088
Si	-24.506	0.137	-2.391	0.073	-0.084	0.204
Si	-18.874	-2.569	-1.996	-0.061	-0.134	-0.035
Si	-16.431	-1.169	-4.861	-0.044	-0.076	-0.05
Si	-14.994	-5.761	26.196	0.033	-0.056	0.025
Si	-23.088	7.679	-2.916	0.111	-0.107	0.069
Si	-16.18	-4.096	-5.988	-0.054	0.158	-0.041
Si	-10.425	-0.808	24.45	-0.074	-0.209	-0.063
Si	-21.202	8.059	-5.286	-0.141	0.136	0.051
Si	-8.741	4.109	-2.51	-0.117	-0.013	0.074
Si	-13.351	-4.416	-4.58	0.022	-0.022	0.084
Si	-10.448	7.065	26.016	-0.099	-0.132	-0.109
Si	-16.466	5.648	-7.116	0.012	-0.169	0.108
Si	-16.808	-0.336	-1.879	0.041	0.2	-0.134
Si	-6.135	-6.884	-7.048	0.009	-0.092	0.027
Si	-5.496	-7.263	26.353	-0.074	0.093	0.054
Si	-7.771	-4.252	24.616	-0.086	-0.007	-0.162
Si	-2.558	1.56	26.321	0.172	-0.057	0.054
Si	-7.445	-7.689	-1.999	0.042	0.01	0.21
Si	-5.125	-5.685	-1.94	0.06	0.134	0.007
Si	-2.606	-0.298	24.067	-0.135	-0.008	0.003
Si	-6.745	1.871	-2.806	-0.009	-0.094	0.154
Si	-9.697	-6.578	24.703	0.02	0.014	-0.067
Si	-3.028	6.9	-5.985	-0.064	-0.004	-0.047
Si	-2.123	-3.008	-1.885	-0.162	0.058	0.072
Si	3.905	6.879	24.752	-0.038	-0.062	-0.046
Si	0.734	-2.054	-2.52	0.053	0.051	0.089
Si	7.27	-5.602	-5.425	0.061	0.014	0.123
Si	4.881	-2.069	-1.98	-0.088	0.027	0.291
Si	4.945	2.724	-4.741	-0.134	0.204	-0.004
Si	4.291	5.759	-4.498	-0.051	-0.151	0.039
Si	5.016	-4.205	-4.154	0.001	-0.108	0.068
Si	8.727	5.66	24.062	-0.018	-0.015	-0.032
Si	7.124	-0.843	-6.313	0.208	-0.12	0.023
Si	5.439	5.962	-1.696	-0.109	-0.052	0.062
Si	9.827	1.5	-2.867	0.046	-0.012	0.049
Si	7.645	8.091	-1.567	0.027	-0.032	0.076
Si	7.599	-7.998	24.797	0.055	0.073	-0.185
Si	12.088	-0.443	-2.834	-0.033	0.066	0.092
Si	14.154	1.855	-2.992	-0.021	0.04	0.144
Si	11.872	3.891	-3.044	0.049	0.073	0.019
Si	15.417	6.362	-2.846	0.002	0.051	0.155
Si	10.709	-5.459	-2.088	-0.04	-0.047	0.057
Si	13.841	7.197	-4.972	0.068	-0.124	-0.072
Si	17.248	-5.259	-6.163	0.035	0.139	0.01
Si	19.223	-0.11	23.842	-0.007	0.023	-0.128
Si	17.168	1.743	-3.712	-0.113	-0.051	-0.056
Si	20.231	-7.889	-2.536	0.121	-0.107	0.219
Si	16.647	-5.244	-1.993	0.06	0.192	0.087
Si	14.471	8.009	26.5	0.071	0.038	0.068
Si	21.711	0.549	-1.933	0.004	-0.141	0.149
Si	25.645	-3.037	-6.659	-0.101	0.013	-0.042
Si	18.014	7.143	-4.103	0.008	-0.024	-0.129
Si	26.036	5.759	-2.33	0.039	-0.13	0.064
Si	19.47	5.877	25.584	-0.005	0.129	-0.062
Si	24.194	-2.773	-2.179	-0.022	-0.03	-0.012
Si	28.524	-0.722	-2.631	0.024	-0.084	-0.016
Si	29.785	2.184	-2.284	-0.004	0.113	0.159
Si	29.799	3.999	-4.783	-0.119	0.065	-0.024
Si	30.014	-7.688	-2.24	0.001	-0.029	0.01
Si	29.938	-2.365	-4.595	-0.005	-0.124	-0.086
Si	32.146	-5.384	-2.285	-0.027	0.016	0.078
Si	-26.581	0.852	-6.754	0.007	-0.006	-0.086
Si	-30.661	4.928	-2.825	0.116	-0.044	0.04
Si	28.824	-7.51	-5.105	0.022	0.085	-0.053
Si	-28.325	3.819	-4.439	0.054	0.046	0.032
Si	-29.846	-7.516	-5.187	-0.077	-0.01	0.057
Si	-29.473	-0.426	-2.596	-0.104	0.021	0.138
Si	-24.92	-3.911	-2.478	-0.069	-0.027	0.138
Si	-22.961	6.052	24.58	-0.027	0.001	-0.145
Si	-32.573	2.341	-7.022	-0.037	-0.127	0.059
Si	-20.439	-2.831	24.783	0.044	0.019	-0.249
Si	-28.045	-3.178	-2.7	-0.03	0.04	-0.027
Si	-23.298	-1.954	-4.304	-0.059	0.124	0.104
Si	-29.888	3.548	-7.018	-0.021	0.129	0.029
Si	-17.238	1.561	-5.474	0.082	-0.192	0.116
Si	-18.401	6.946	-5.36	0.145	0.037	0.109
Si	-16.494	-6.921	-5.148	-0.06	-0.061	-0.093
Si	-21.682	-6.068	-1.886	0.082	0.108	0.019
Si	-17.687	1.151	24.387	-0.095	-0.004	-0.08
Si	-12.786	-2.624	-2.201	-0.047	-0.017	0.135
Si	-17.274	4.272	-4.629	-0.113	0.071	-0.171
Si	-15.683	5.226	-2.208	-0.105	0.153	0.171
Si	-14.081	-7.055	-3.172	-0.059	-0.021	0.059
Si	-12.988	6.538	-3.064	0.167	-0.258	0.048
Si	-12.994	0.779	24.27	-0.07	-0.093	-0.107
Si	-20.283	-2.737	-4.71	-0.001	0.05	0.047
Si	-10.893	-0.221	-1.793	0.13	-0.003	-0.006
Si	-12.462	3.365	25.827	0.081	-0.087	0.111
Si	-11.181	4.296	-4.592	-0.016	0.162	0.066
Si	-21.313	-5.448	-4.665	-0.09	-0.089	-0.092
Si	0.888	0.612	-3.978	-0.031	-0.004	-0.032
Si	0.076	-0.093	-6.77	-0.303	0.014	-0.128
Si	-10.149	0.084	-6.419	-0.032	-0.038	0.021
Si	-4.603	5.384	-3.963	-0.141	-0.024	-0.075
Si	-1.155	3.485	24.547	0.191	0.026	-0.048
Si	-3.908	2.906	-2.44	-0.102	0.031	0.083
Si	-2.575	-5.237	-3.835	0.019	-0.081	0.196
Si	1.373	-1.393	5.74	-0.011	0.019	0.002
Si	4.121	1.415	5.714	-0.008	0.004	-0.001
Si	1.379	4.056	5.715	-0.005	-0.014	0.004
Si	4.073	6.849	5.665	-0.001	-0.003	-0.011
Si	1.401	9.547	5.761	0.006	0	0.007
Si	4.086	-4.03	5.706	-0.013	-0.017	0.005
Si	6.823	-1.284	5.635	0.001	-0.018	0.012
Si	9.484	1.442	5.535	-0.012	-0.008	-0.007
Si	6.803	4.144	5.599	0.006	-0.005	-0.01
Si	9.468	6.879	5.549	-0.007	0	-0.006
Si	6.798	-6.764	5.666	-0.001	-0.015	0.004
Si	9.543	-3.965	5.591	-0.013	-0.008	0.001
Si	12.188	-1.243	5.493	-0.015	-0.016	-0.003
Si	14.886	1.49	5.463	-0.005	0.013	-0.014
Si	12.194	4.161	5.51	-0.005	-0.013	-0.01
Si	14.919	6.903	5.515	0.016	0.039	-0.01
Si	12.182	-6.694	5.556	-0.017	-0.018	0.004
Si	14.89	-3.95	5.516	-0.003	0.018	-0.023
Si	17.588	-1.204	5.525	-0.002	0.019	0.004
Si	20.326	1.468	5.454	-0.021	0	-0.012
Si	17.599	4.154	5.5	0.006	0.013	0.004
Si	20.325	6.897	5.581	-0.005	0.005	0.01
Si	17.577	-6.672	5.554	0.007	0.012	0.002
Si	20.349	-3.927	5.509	-0.021	-0.004	-0.019
Si	23.046	-1.236	5.46	-0.013	0.021	-0.009
Si	25.813	1.446	5.316	-0.002	-0.019	-0.032
Si	23.107	4.124	5.469	-0.001	-0.019	0.005
Si	25.82	6.867	5.361	-0.019	-0.026	-0.012
Si	23.093	-6.718	5.52	-0.008	-0.021	0.021
Si	25.812	-3.98	5.421	0.001	-0.011	-0.011
Si	28.524	-1.266	5.266	0.005	0.006	-0.009
Si	31.225	1.403	5.221	-0.001	-0.007	-0.012
Si	28.507	4.146	5.277	0.002	0.013	-0.009
Si	31.21	6.827	5.205	-0.005	0.006	-0.026
Si	28.545	-6.782	5.332	0.003	-0.012	0
Si	31.248	-4.043	5.24	-0.006	-0.015	-0.028
Si	33.982	-1.353	5.237	0.002	0.023	-0.018
Si	36.705	1.326	5.255	0.026	0.029	-0.011
Si	33.921	4.112	5.212	-0.016	-0.001	-0.022
Si	-28.56	6.739	5.203	0.031	-0.01	-0.035
Si	33.934	-6.776	5.259	-0.002	0.026	0.001
Si	-28.606	12.189	5.269	0.001	0.004	-0.005
Si	-25.879	-1.414	5.305	-0.021	-0.004	-0.007
Si	-23.113	1.288	5.296	-0.004	-0.017	0.002
Si	-25.858	4.031	5.271	-0.012	0.009	0.003
Si	-23.056	6.675	5.267	-0.003	0	-0.013
Si	-25.794	9.415	5.212	0.012	-0.005	-0.032
Si	-23.073	12.07	5.261	0.029	-0.01	-0.028
Si	-20.339	-1.502	5.3	0.027	-0.011	0.004
Si	-17.674	1.243	5.361	-0.007	-0.023	-0.005
Si	-20.357	3.978	5.28	-0.012	0	0.005
Si	-17.612	6.693	5.315	0.008	-0.007	0.011
Si	-20.334	9.408	5.281	0.008	-0.004	-0.009
Si	-17.617	12.157	5.267	0.01	-0.003	-0.021
Si	-14.901	-1.48	5.349	0.02	0.014	-0.014
Si	-12.191	1.247	5.406	0.02	0.02	-0.006
Si	-14.904	3.995	5.411	-0.005	0.002	-0.004
Si	-12.17	6.752	5.453	0.001	0.008	-0.003
Si	-14.874	9.429	5.359	0.004	0.004	-0.003
Si	-12.154	12.111	5.399	0.023	-0.006	-0.011
Si	-9.425	-1.467	5.507	0.014	0.005	0.005
Si	-6.728	1.271	5.588	0.033	0.006	-0.018
Si	-9.469	4	5.537	-0.029	0	0.01
Si	-6.767	6.736	5.547	-0.011	-0.005	-0.017
Si	-9.47	9.458	5.469	-0.007	0.015	0.001
Si	-6.717	12.162	5.569	-0.003	0.014	-0.01
Si	-4.018	-1.415	5.631	0.007	0.016	-0.001
Si	-1.344	1.301	5.659	-0.003	-0.005	-0.009
Si	-4.074	3.986	5.69	0.015	0.021	-0.002
Si	-1.325	6.745	5.8	-0.012	-0.002	0.02
Si	-4.055	-6.85	5.656	-0.001	0.002	0
Si	-1.326	-4.106	5.672	0.01	-0.006	-0.01
Si	2.732	0.031	7.035	-0.02	0.02	-0.018
Si	5.476	2.795	7.021	-0.007	-0.009	-0.006
Si	2.728	5.469	7.032	-0.01	0.013	-0.018
Si	5.442	-8.126	7.025	0.022	0.008	-0.012
Si	2.753	-5.4	7.084	-0.008	-0.001	-0.005
Si	5.468	-2.655	7.01	0.01	0.002	-0.013
Si	8.17	0.093	6.964	-0.008	0.011	-0.003
Si	10.857	2.795	6.891	0.004	0.012	0.003
Si	8.159	5.505	6.95	0.014	-0.012	-0.013
Si	10.833	-8.074	6.905	-0.005	0.022	-0.004
Si	8.175	-5.353	6.951	0.001	0.003	-0.011
Si	10.888	-2.602	6.93	0	0.005	-0.006
Si	13.561	0.107	6.849	0.015	-0.005	-0.005
Si	16.249	2.809	6.862	0.017	-0.01	0
Si	13.557	5.531	6.865	-0.001	-0.004	-0.014
Si	16.259	-8.066	6.899	0.01	-0.001	-0.001
Si	13.564	-5.336	6.891	0.012	-0.002	-0.011
Si	16.256	-2.599	6.871	0.002	0.01	0.003
Si	18.996	0.118	6.851	-0.001	-0.007	-0.001
Si	21.725	2.786	6.813	0.017	-0.002	-0.003
Si	18.971	5.5	6.875	0.016	0.012	-0.005
Si	21.727	-8.065	6.874	-0.018	0.02	0
Si	19.002	-5.322	6.853	0.016	-0.021	-0.011
Si	21.728	-2.598	6.849	0.003	0.002	0
Si	24.467	0.114	6.741	-0.013	0.016	-0.005
Si	27.182	2.785	6.677	0.007	-0.002	0.005
Si	24.484	5.51	6.763	0.001	-0.001	-0.005
Si	27.193	-8.118	6.718	0.011	0.015	0
Si	24.481	-5.345	6.808	0.002	-0.003	-0.003
Si	27.214	-2.625	6.703	0.002	-0.014	0.001
Si	29.893	0.063	6.633	-0.006	0.005	0.005
Si	32.597	2.74	6.596	-0.001	0.002	0.008
Si	29.894	5.479	6.628	0.007	-0.011	0.014
Si	32.579	-8.155	6.598	-0.002	0.015	-0.003
Si	29.922	-5.405	6.646	0.004	-0.009	0.002
Si	32.624	-2.709	6.609	-0.001	-0.004	0.006
Si	35.335	-0.014	6.619	0.012	-0.008	0.015
Si	-27.212	2.668	6.625	0.004	-0.02	0.007
Si	-29.947	5.418	6.582	-0.002	-0.012	-0.011
Si	-27.197	8.092	6.577	-0.003	0.005	0.002
Si	-29.96	10.853	6.637	-0.01	0.005	0.016
Si	-27.244	-2.774	6.64	-0.002	0.011	0.008
Si	-24.485	-0.07	6.645	-0.009	0.001	0.006
Si	-21.747	2.646	6.648	-0.01	0.006	-0.003
Si	-24.474	5.372	6.624	0	0.001	0.009
Si	-21.717	8.057	6.633	0.007	-0.003	0
Si	-24.466	10.763	6.624	0.004	0	-0.007
Si	-21.734	-2.856	6.628	0.004	-0.006	0.005
Si	-19.032	-0.118	6.698	-0.013	0.013	0.003
Si	-16.3	2.618	6.717	-0.011	0.006	-0.006
Si	-19.003	5.341	6.659	-0.002	0.005	-0.008
Si	-16.272	8.068	6.692	-0.013	0.002	-0.007
Si	-18.992	10.798	6.636	-0.023	0.009	0.001
Si	-16.281	-2.829	6.692	-0.001	-0.009	-0.006
Si	-13.567	-0.109	6.746	-0.008	-0.007	-0.004
Si	-10.871	2.624	6.823	-0.017	0.029	-0.001
Si	-13.55	5.363	6.774	0.011	-0.014	-0.004
Si	-10.833	8.106	6.834	-0.024	-0.005	0.003
Si	-13.537	10.777	6.756	0.011	-0.024	0.004
Si	-10.833	-2.829	6.804	-0.004	0	-0.007
Si	-8.116	-0.09	6.902	-0.011	0.003	0.003
Si	-5.43	2.629	7.009	0.001	-0.007	0.006
Si	-8.124	5.372	6.905	-0.007	-0.02	-0.01
Si	-5.438	8.095	6.96	0.004	0.01	-0.009
Si	-8.124	10.806	6.874	0.002	-0.007	-0.008
Si	-5.402	-2.778	6.955	-0.004	-0.007	-0.004
Si	-2.699	-0.045	7.019	-0.011	-0.001	-0.01
Si	0.006	2.678	7.03	0.02	-0.002	-0.008
Si	-2.727	5.368	7.061	0.023	0.007	-0.008
Si	0.03	8.164	7.089	-0.012	-0.006	-0.012
Si	-2.698	-5.474	7.01	-0.007	-0.004	-0.012
Si	0.01	-2.757	7.068	0.016	0	-0.007
Si	1.368	1.36	8.404	-0.01	-0.002	0.005
Si	4.092	4.119	8.383	0.006	0.001	0.004
Si	1.386	6.804	8.424	0.011	0.001	0.006
Si	4.107	-6.773	8.408	0.001	0.003	0.008
Si	1.369	-4.08	8.435	-0.015	-0.019	0.02
Si	4.097	-1.322	8.38	0.012	-0.012	-0.004
Si	6.821	1.421	8.358	0.025	0.014	0.009
Si	9.522	4.141	8.29	0	0.012	0.002
Si	6.81	6.834	8.352	-0.021	-0.014	0.004
Si	9.516	-6.724	8.305	-0.001	-0.015	0.003
Si	6.818	-4.029	8.348	-0.015	-0.007	-0.002
Si	9.52	-1.279	8.311	-0.011	-0.008	0.007
Si	12.217	1.441	8.25	-0.012	-0.006	0.001
Si	14.919	4.177	8.23	0.007	0.005	0
Si	12.209	6.88	8.245	0.004	-0.005	-0.004
Si	14.915	-6.704	8.25	-0.01	-0.016	0.005
Si	12.234	-3.981	8.275	0	0.014	0.01
Si	14.914	-1.248	8.232	-0.008	-0.015	0.004
Si	17.635	1.46	8.212	-0.002	-0.007	0.005
Si	20.378	4.147	8.185	-0.025	-0.013	-0.004
Si	17.643	6.889	8.226	0.01	0.012	-0.003
Si	20.369	-6.693	8.201	0.018	-0.001	0.005
Si	17.643	-3.968	8.206	0.005	0.01	-0.008
Si	20.369	-1.247	8.195	0.005	0.013	0.008
Si	23.114	1.435	8.14	-0.009	-0.001	0.004
Si	25.847	4.13	8.085	-0.007	0.006	0
Si	23.123	6.859	8.147	-0.013	-0.005	-0.01
Si	25.855	-6.748	8.101	-0.012	-0.001	-0.002
Si	23.109	-3.991	8.157	-0.016	-0.015	-0.008
Si	25.838	-1.281	8.068	0.008	0.004	-0.008
Si	28.551	1.413	8.023	0.01	0	0.004
Si	31.258	4.101	7.98	0.003	-0.007	0
Si	28.561	6.823	8.04	-0.006	0.008	0.011
Si	31.264	-6.788	7.998	-0.001	0.011	0.007
Si	28.568	-4.038	8.022	-0.007	0.003	-0.014
Si	31.263	-1.336	7.971	-0.012	-0.006	-0.009
Si	33.968	1.366	7.959	-0.01	-0.004	-0.01
Si	-28.595	4.042	7.956	-0.01	-0.004	-0.006
Si	33.977	6.797	7.942	0.011	0.01	-0.012
Si	-28.566	9.466	7.947	0.001	0.019	-0.011
Si	33.973	-4.081	7.983	0.008	-0.009	0.004
Si	-28.59	-1.387	7.987	-0.001	-0.008	0.001
Si	-25.849	1.308	7.988	0.007	0.005	0.003
Si	-23.122	4.011	7.992	0.005	-0.007	0.009
Si	-25.849	6.741	7.966	0.011	0.005	-0.007
Si	-23.102	9.416	7.988	-0.007	0.002	0.003
Si	-25.845	-4.155	7.957	0.003	-0.004	-0.01
Si	-23.114	-1.464	7.969	0.003	-0.003	-0.013
Si	-20.408	1.267	8.018	-0.013	-0.027	0.001
Si	-17.669	3.987	8.054	-0.013	-0.013	0.008
Si	-20.371	6.709	8.012	-0.003	-0.002	0.011
Si	-17.653	9.438	8.027	0.023	-0.001	0.002
Si	-20.371	-4.184	8.01	0.01	0.01	-0.001
Si	-17.649	-1.459	8.048	0.012	0.018	-0.001
Si	-14.936	1.27	8.088	0.022	0.016	0
Si	-12.222	4.003	8.165	0.001	-0.004	0.009
Si	-14.938	6.724	8.099	-0.011	0.011	0.003
Si	-12.209	9.452	8.173	0.011	0.007	0.015
Si	-14.928	-4.173	8.079	-0.005	0.007	0
Si	-12.211	-1.452	8.135	-0.005	0.009	-0.003
Si	-9.506	1.288	8.213	0.004	-0.001	-0.004
Si	-6.791	4.029	8.31	0.019	0.015	0.004
Si	-9.502	6.742	8.225	0.003	0.003	0.002
Si	-6.797	9.469	8.288	-0.013	-0.02	0.008
Si	-9.49	-4.149	8.216	-0.002	-0.002	0.003
Si	-6.775	-1.422	8.297	0.006	0.013	0.007
Si	-4.064	1.303	8.374	0.001	0.008	0.007
Si	-1.346	4.037	8.4	-0.024	-0.004	0.006
Si	-4.086	6.766	8.363	0.005	-0.01	-0.004
Si	-1.357	-6.806	8.407	0.019	0.006	0.005
Si	-4.064	-4.113	8.348	0.013	0	0.003
Si	-1.349	-1.38	8.396	0.007	0.013	0.006
Si	0.004	-0.005	9.748	0.007	0.006	0
Si	2.726	2.747	9.736	-0.015	0.002	-0.013
Si	0.005	5.43	9.75	-0.003	-0.001	-0.009
Si	2.741	-8.137	9.763	0.004	-0.002	0
Si	-0.003	-5.444	9.769	-0.01	-0.004	0.005
Si	2.737	-2.689	9.746	-0.01	0.01	-0.006
Si	5.453	0.053	9.718	-0.012	0.005	-0.009
Si	8.181	2.788	9.687	-0.003	-0.009	-0.003
Si	5.453	5.482	9.727	0.006	0.003	0.002
Si	8.171	-8.097	9.675	0.002	0.02	-0.005
Si	5.468	-5.391	9.73	0.016	-0.006	-0.002
Si	8.172	-2.651	9.685	0.004	0.007	-0.002
Si	10.885	0.083	9.65	0.008	-0.001	0.005
Si	13.583	2.805	9.6	0	0.001	0.001
Si	10.88	5.513	9.63	0	-0.011	-0.014
Si	13.575	-8.081	9.603	-0.009	0.016	0
Si	10.885	-5.356	9.641	-0.002	-0.001	-0.004
Si	13.597	-2.625	9.619	0.008	0.006	0
Si	16.301	0.089	9.579	0.008	0.003	0.001
Si	19.028	2.799	9.554	0.009	0.002	0.005
Si	16.296	5.526	9.582	-0.002	0.006	-0.002
Si	19.031	-8.073	9.555	0.003	-0.003	0.002
Si	16.311	-5.347	9.574	0.01	-0.004	-0.005
Si	19.028	-2.625	9.55	0.011	-0.002	0.003
Si	21.77	0.085	9.521	0.009	-0.004	0.006
Si	24.489	2.792	9.47	-0.009	0.007	0.004
Si	21.764	5.508	9.511	0.008	0	0.001
Si	24.499	-8.1	9.476	0	0.002	0
Si	21.764	-5.353	9.526	-0.018	0.003	0.006
Si	24.502	-2.638	9.467	-0.001	-0.003	0.005
Si	27.211	0.059	9.415	-0.003	0.014	0.001
Si	29.922	2.753	9.378	-0.007	0.01	0.017
Si	27.217	5.478	9.43	0.009	-0.011	0.009
Si	29.922	-8.137	9.386	0.008	0.007	0.008
Si	27.229	-5.387	9.424	0.013	0.004	0.008
Si	29.931	-2.69	9.373	0.006	-0.017	0.003
Si	32.626	0.009	9.341	0.008	0.008	0.008
Si	-29.944	2.699	9.338	0.003	-0.003	0.008
Si	32.637	5.444	9.336	0	-0.009	-0.002
Si	-29.933	8.126	9.322	0	-0.001	0.01
Si	32.633	-5.445	9.354	-0.001	-0.008	0.006
Si	-29.944	-2.739	9.35	-0.007	0.011	0.014
Si	-27.216	-0.042	9.346	0.004	-0.003	0.006
Si	-24.493	2.662	9.35	-0.001	-0.014	0.01
Si	-27.225	5.39	9.32	-0.001	0.001	0.005
Si	-24.491	8.085	9.341	-0.004	0.009	0.011
Si	-27.214	-5.498	9.322	0.001	-0.01	0.009
Si	-24.49	-2.801	9.334	0.006	0.006	0.007
Si	-21.781	-0.094	9.355	-0.003	0.011	0.005
Si	-19.051	2.626	9.388	-0.004	0.006	0.001
Si	-21.764	5.365	9.358	-0.005	0.005	-0.006
Si	-19.03	8.081	9.383	-0.007	-0.004	-0.006
Si	-21.756	-5.533	9.357	0.001	0.003	0.005
Si	-19.036	-2.81	9.386	0	-0.011	0.005
Si	-16.312	-0.09	9.427	-0.004	-0.014	0.001
Si	-13.603	2.634	9.488	-0.008	0.007	0
Si	-16.32	5.356	9.431	0.004	0.001	-0.006
Si	-13.594	8.08	9.488	0.001	-0.006	-0.002
Si	-16.309	-5.53	9.419	-0.007	-0.011	-0.002
Si	-13.592	-2.805	9.47	0.001	-0.003	0.002
Si	-10.879	-0.085	9.539	-0.001	-0.001	-0.002
Si	-8.173	2.652	9.615	-0.019	0.016	0
Si	-10.877	5.366	9.549	-0.005	-0.012	0
Si	-8.165	8.103	9.619	0.002	-0.003	-0.001
Si	-10.867	-5.505	9.552	-0.006	-0.009	0.001
Si	-8.158	-2.787	9.616	-0.009	-0.004	-0.006
Si	-5.445	-0.058	9.691	0.008	-0.009	0.001
Si	-2.719	2.683	9.734	0.02	-0.007	0.001
Si	-5.448	5.394	9.692	-0.005	0.003	0.002
Si	-2.73	8.137	9.731	-0.008	0.007	-0.007
Si	-5.443	-5.485	9.67	-0.002	0.003	-0.007
Si	-2.727	-2.742	9.726	-0.009	-0.015	-0.003
Si	1.367	-1.345	11.106	-0.005	0.002	0.006
Si	4.083	1.39	11.088	-0.003	0.01	0.007
Si	1.365	4.084	11.114	0.01	0.002	0.008
Si	4.102	-9.495	11.107	0.007	-0.001	0.009
Si	1.365	-6.792	11.118	-0.01	-0.009	0.003
Si	4.094	-4.05	11.095	0.004	-0.006	-0.006
Si	6.806	-1.316	11.065	-0.008	-0.006	-0.003
Si	9.533	1.424	11.036	-0.002	0.018	0.003
Si	6.817	4.119	11.065	0.014	-0.015	0.004
Si	9.537	-9.46	11.015	0.008	-0.01	-0.001
Si	6.829	-6.758	11.067	-0.002	-0.018	0.004
Si	9.532	-4.019	11.027	-0.007	-0.004	0.006
Si	12.245	-1.284	10.996	-0.005	-0.01	0.005
Si	14.955	1.445	10.946	0.004	-0.003	-0.001
Si	12.241	4.157	10.983	-0.012	0.014	0.002
Si	14.956	-9.432	10.949	0	-0.007	0
Si	12.245	-6.725	10.983	-0.002	-0.007	0.003
Si	14.974	-3.992	10.95	-0.003	0.009	0.002
Si	17.683	-1.271	10.918	-0.013	-0.006	0.001
Si	20.418	1.44	10.885	0.001	-0.008	-0.001
Si	17.683	4.168	10.912	0.007	0.007	-0.005
Si	20.418	-9.443	10.875	0	0.005	-0.006
Si	17.683	-6.712	10.917	0.004	0	0
Si	20.406	-3.999	10.881	0.012	0.004	-0.004
Si	23.143	-1.294	10.843	-0.017	0.012	-0.001
Si	25.858	1.409	10.794	0	-0.006	-0.004
Si	23.137	4.144	10.847	-0.009	0	-0.002
Si	25.862	-9.484	10.805	0	0.001	-0.005
Si	23.146	-6.736	10.841	-0.014	-0.001	-0.003
Si	25.872	-4.027	10.792	-0.005	-0.013	-0.011
Si	28.575	-1.33	10.747	-0.009	-0.007	-0.012
Si	31.282	1.369	10.725	-0.003	-0.008	-0.011
Si	28.578	4.103	10.767	0.005	-0.004	0.003
Si	31.291	-9.517	10.72	0.003	0.004	-0.004
Si	28.577	-6.777	10.767	0.003	-0.001	0.003
Si	31.281	-4.08	10.72	0.002	0.002	-0.007
Si	33.987	-1.361	10.703	-0.012	-0.011	-0.005
Si	-28.576	1.333	10.697	0.003	-0.008	0.001
Si	-31.29	4.072	10.706	0.003	-0.001	-0.003
Si	-28.578	6.755	10.689	-0.001	-0.01	-0.007
Si	-31.283	9.494	10.694	0.004	0.029	-0.001
Si	-28.573	-4.123	10.681	-0.005	0.01	-0.008
Si	-25.851	-1.42	10.69	-0.001	0.001	0.001
Si	-23.146	1.281	10.702	-0.002	-0.009	-0.007
Si	-25.869	4.03	10.691	-0.001	0.005	-0.006
Si	-23.14	6.725	10.707	-0.004	-0.005	0.001
Si	-25.858	9.457	10.689	0.012	0.007	-0.009
Si	-23.13	-4.16	10.704	0.006	-0.017	-0.002
Si	-20.417	-1.442	10.725	-0.001	0.007	-0.003
Si	-17.696	1.272	10.761	0.009	0.007	-0.008
Si	-20.421	3.998	10.726	-0.008	-0.006	-0.006
Si	-17.691	6.726	10.771	-0.001	0.008	0.009
Si	-20.412	9.432	10.738	0.005	0.001	0.011
Si	-17.687	-4.166	10.758	0.013	0.009	-0.003
Si	-14.962	-1.438	10.81	0.003	0.006	-0.008
Si	-12.25	1.287	10.875	-0.004	0.013	0.004
Si	-14.977	4.005	10.822	-0.008	-0.005	0.012
Si	-12.252	6.732	10.878	-0.001	0.005	0.002
Si	-14.964	9.451	10.817	0.004	-0.007	0.006
Si	-12.243	-4.135	10.873	0.005	0.001	-0.007
Si	-9.531	-1.417	10.946	0.008	0.006	0.008
Si	-6.82	1.315	11.011	0.01	-0.002	-0.002
Si	-9.536	4.023	10.948	0.004	0.009	0
Si	-6.816	6.769	11.015	-0.005	-0.002	0
Si	-9.529	9.474	10.95	-0.007	0.004	0.003
Si	-6.806	-4.118	11.011	0.004	-0.009	0.006
Si	-4.094	-1.389	11.075	0	0.01	0.007
Si	-1.359	1.35	11.102	-0.017	0.005	0.001
Si	-4.085	4.054	11.067	0.017	0.007	0
Si	-1.362	6.795	11.098	-0.002	-0.004	0.005
Si	-4.097	9.505	11.072	0.003	-0.002	0.009
Si	-1.376	-4.081	11.102	0.012	0.01	-0.003
Si	2.718	0.03	12.457	-0.003	-0.001	-0.008
Si	5.448	2.76	12.425	-0.005	0.004	-0.014
Si	2.727	5.461	12.457	-0.007	-0.002	0
Si	5.479	-8.125	12.434	0.005	0.028	0.005
Si	2.729	-5.414	12.453	-0.007	0	0.005
Si	5.447	-2.677	12.442	0.001	0.004	-0.003
Si	8.169	0.057	12.398	0.01	-0.002	-0.009
Si	10.901	2.797	12.367	0.006	-0.008	-0.005
Si	8.192	5.492	12.388	-0.015	0.012	-0.013
Si	10.9	-8.087	12.355	-0.005	0	-0.005
Si	8.186	-5.384	12.407	0.008	0.002	-0.005
Si	10.903	-2.658	12.364	-0.001	0.013	-0.001
Si	13.619	0.081	12.328	0.002	0.002	-0.002
Si	16.34	2.803	12.275	-0.001	0.008	-0.001
Si	13.61	5.53	12.317	0	-0.014	-0.011
Si	16.343	-8.076	12.286	-0.012	0.007	-0.003
Si	13.635	-5.37	12.311	-0.005	-0.005	-0.005
Si	16.351	-2.638	12.292	0.019	-0.004	0.008
Si	19.078	0.076	12.249	0.021	0.013	0
Si	21.793	2.794	12.227	0.002	0.011	0.002
Si	19.069	5.522	12.245	0.006	0.003	0
Si	21.797	-8.09	12.214	0.003	-0.006	0.001
Si	19.066	-5.358	12.256	0.002	0	-0.004
Si	21.797	-2.659	12.211	-0.015	-0.021	0.005
Si	24.516	0.059	12.179	0.005	-0.003	0.006
Si	27.226	2.753	12.144	-0.003	0.006	0.005
Si	24.508	5.494	12.192	-0.012	0.002	0.002
Si	27.227	-8.13	12.148	-0.006	0	0.003
Si	24.529	-5.385	12.174	0.006	0.015	0.004
Si	27.238	-2.679	12.142	0.015	0.007	0.003
Si	29.935	0.015	12.107	0.003	0.002	0.004
Si	32.644	2.72	12.087	0.003	0.004	0.001
Si	29.943	5.46	12.11	0.013	0.004	0.001
Si	32.656	-8.177	12.085	-0.004	-0.009	-0.006
Si	29.949	-5.433	12.116	0	0.01	0.006
Si	32.64	-2.724	12.069	-0.004	-0.009	0.003
Si	35.355	-0.018	12.069	-0.002	0.009	0.009
Si	-27.222	2.685	12.071	0.005	-0.001	0.003
Si	-29.922	5.408	12.08	-0.002	0.001	0.01
Si	-27.217	8.104	12.056	0.004	0.015	0.008
Si	-29.926	10.846	12.053	0.001	-0.02	0.004
Si	-27.216	-2.772	12.048	0.001	-0.012	0.001
Si	-24.51	-0.058	12.07	0.011	0.01	0.01
Si	-21.797	2.64	12.068	0.002	-0.006	-0.004
Si	-24.517	5.38	12.061	0.003	-0.003	-0.006
Si	-21.794	8.075	12.085	-0.02	-0.01	0.006
Si	-24.5	10.804	12.058	-0.008	0.014	0.004
Si	-21.789	-2.79	12.08	0.009	0.006	0.003
Si	-19.073	-0.083	12.103	0.005	0.003	0.004
Si	-16.361	2.634	12.145	-0.005	-0.001	-0.007
Si	-19.08	5.359	12.1	-0.009	-0.018	-0.007
Si	-16.341	8.087	12.15	0.001	0	-0.001
Si	-19.067	10.806	12.104	0.012	0.001	-0.005
Si	-16.341	-2.806	12.133	-0.009	-0.006	-0.002
Si	-13.627	-0.08	12.205	0	-0.009	0.006
Si	-10.906	2.646	12.272	0.003	0.009	-0.006
Si	-13.625	5.362	12.208	0	0.002	-0.006
Si	-10.914	8.103	12.261	-0.002	-0.014	-0.002
Si	-13.616	10.816	12.196	0.002	0.008	-0.006
Si	-10.91	-2.782	12.277	-0.021	-0.018	-0.005
Si	-8.188	-0.06	12.344	-0.015	0.001	-0.004
Si	-5.467	2.683	12.385	-0.002	0.004	-0.003
Si	-8.192	5.394	12.328	0.008	0.002	-0.007
Si	-5.473	8.134	12.402	-0.012	-0.014	-0.004
Si	-8.182	10.835	12.337	-0.001	0	-0.009
Si	-5.472	-2.749	12.408	0.004	-0.004	-0.01
Si	-2.74	-0.009	12.431	0.017	0.004	-0.012
Si	-0.006	2.719	12.466	-0.013	-0.016	-0.004
Si	-2.731	5.425	12.436	-0.007	0.005	-0.006
Si	-0.009	8.171	12.466	0.012	0.001	-0.001
Si	-2.752	-5.436	12.447	0.006	0.002	-0.004
Si	-0.012	-2.707	12.443	-0.01	-0.014	-0.009
Si	1.349	1.365	13.835	0.012	0.004	0.008
Si	4.095	4.103	13.806	0.003	-0.006	0.005
Si	1.362	6.814	13.818	-0.002	0.001	0.008
Si	4.108	-6.776	13.787	0.013	-0.017	-0.007
Si	1.349	-4.054	13.799	-0.011	0.017	-0.013
Si	4.074	-1.33	13.81	-0.013	0	-0.006
Si	6.8	1.396	13.773	-0.003	0.002	0.005
Si	9.556	4.149	13.747	-0.005	-0.005	0.002
Si	6.847	-9.494	13.773	0.029	-0.032	-0.002
Si	9.553	-6.753	13.746	0.006	0.004	0.008
Si	6.815	-4.046	13.78	-0.005	-0.003	-0.001
Si	9.537	-1.311	13.729	-0.01	-0.006	-0.001
Si	12.268	1.432	13.703	-0.007	0.011	0.009
Si	14.986	4.162	13.636	-0.003	0.017	-0.001
Si	12.281	-9.424	13.702	-0.017	0.012	0.003
Si	15.009	-6.718	13.667	0.007	0	-0.005
Si	12.282	-4.034	13.685	0.023	-0.012	-0.008
Si	15.002	-1.283	13.656	-0.005	-0.004	0
Si	17.736	1.453	13.601	-0.01	-0.011	-0.007
Si	20.443	4.164	13.589	-0.006	0.012	-0.004
Si	17.731	-9.433	13.614	0.019	-0.015	-0.007
Si	20.454	-6.722	13.58	0	-0.007	-0.003
Si	17.725	-4.002	13.634	-0.004	0.008	0.011
Si	20.446	-1.309	13.577	0.016	0.003	-0.006
Si	23.17	1.42	13.553	-0.011	-0.003	0.001
Si	25.873	4.107	13.517	0.009	-0.011	-0.011
Si	23.161	-9.455	13.562	-0.007	0.008	-0.001
Si	25.879	-6.77	13.521	0.004	-0.008	-0.002
Si	23.183	-4.022	13.541	-0.007	-0.003	-0.01
Si	25.881	-1.32	13.513	-0.021	0.009	-0.007
Si	28.581	1.37	13.483	-0.001	-0.005	-0.009
Si	31.293	4.084	13.46	-0.015	0.005	-0.004
Si	28.586	-9.509	13.488	0.009	-0.004	-0.006
Si	31.301	-6.825	13.461	0.016	0.007	0.001
Si	28.598	-4.066	13.48	-0.003	-0.01	-0.005
Si	31.293	-1.372	13.447	0.006	-0.017	-0.006
Si	34.013	1.356	13.439	-0.005	-0.004	0.001
Si	-28.565	4.047	13.454	0.004	-0.006	-0.001
Si	34.008	-9.547	13.45	0.003	0.002	0.003
Si	-28.579	9.469	13.41	-0.011	0.016	-0.006
Si	33.997	-4.105	13.407	-0.017	0.025	-0.013
Si	36.718	-1.397	13.414	0.004	-0.013	0
Si	-25.865	1.318	13.431	-0.012	-0.003	-0.001
Si	-23.174	4	13.41	-0.002	0	-0.021
Si	-25.866	6.742	13.433	-0.001	-0.01	-0.008
Si	-23.169	9.43	13.438	0.008	0.01	0.003
Si	-25.866	-4.147	13.402	0.023	-0.008	-0.012
Si	-23.155	-1.419	13.434	-0.007	-0.005	0.004
Si	-20.447	1.288	13.441	-0.013	0.014	-0.006
Si	-17.744	3.995	13.477	0.003	0.008	-0.001
Si	-20.459	6.702	13.455	0.021	0	0.009
Si	-17.711	9.462	13.479	-0.009	-0.002	0.004
Si	-20.441	-4.152	13.452	-0.003	0	0.008
Si	-17.724	-1.453	13.464	0.023	-0.018	-0.008
Si	-15.015	1.282	13.526	-0.009	0.027	-0.004
Si	-12.275	4.017	13.6	-0.001	-0.017	0.014
Si	-14.994	6.737	13.537	0.002	-0.001	0.012
Si	-12.271	9.481	13.593	-0.01	0	-0.002
Si	-14.987	-4.139	13.526	-0.006	-0.003	-0.009
Si	-12.288	-1.422	13.612	0.011	0.026	0.005
Si	-9.565	1.3	13.674	0.008	0.003	0.001
Si	-6.839	4.053	13.71	-0.007	0.011	-0.002
Si	-9.566	6.766	13.649	-0.009	0.007	-0.007
Si	-6.843	9.502	13.742	0.003	0.012	0.009
Si	-9.552	-4.118	13.668	0.016	-0.006	-0.004
Si	-6.841	-1.39	13.756	0.017	0.001	0.008
Si	-4.116	1.343	13.775	0.015	-0.007	-0.004
Si	-1.375	4.079	13.816	-0.004	0.012	0.007
Si	-4.109	6.786	13.771	0.023	-0.005	0
Si	-1.377	9.549	13.811	-0.01	-0.01	0.001
Si	-4.117	-4.07	13.803	-0.011	0.001	0.016
Si	-1.375	-1.344	13.793	-0.001	0.008	-0.012
Si	-0.027	-0.009	15.187	-0.023	-0.002	-0.001
Si	2.726	2.739	15.165	-0.006	0.006	-0.01
Si	-0.01	5.452	15.173	0.01	-0.009	0.007
Si	2.759	8.178	15.145	-0.006	0.002	-0.003
Si	-0.016	-5.387	15.171	-0.007	-0.002	0.014
Si	2.685	-2.684	15.163	0.012	0.003	0
Si	5.441	0.035	15.153	-0.009	0.001	0.001
Si	8.175	2.778	15.086	0.008	0.002	-0.003
Si	5.481	5.471	15.136	-0.005	0.012	-0.01
Si	8.213	-8.13	15.117	-0.019	0.005	0.004
Si	5.452	-5.41	15.148	0.005	0.01	0.008
Si	8.193	-2.678	15.104	0.004	0.012	-0.002
Si	10.906	0.059	15.055	0.003	0.011	-0.003
Si	13.649	2.81	15.019	0.002	-0.01	0.001
Si	10.935	5.538	15.069	0.009	0.006	-0.008
Si	13.662	-8.061	15.049	0	-0.004	-0.006
Si	10.952	-5.402	15.069	-0.004	-0.005	0.004
Si	13.666	-2.677	15.007	0.004	0.016	0.003
Si	16.4	0.091	14.96	0.017	0.018	0.003
Si	19.096	2.811	14.957	0.012	0.01	0.016
Si	16.365	5.526	14.956	-0.01	-0.012	-0.007
Si	19.113	-8.074	14.956	-0.007	0.007	0.004
Si	16.388	-5.365	15.011	-0.005	0.001	0.004
Si	19.11	-2.652	14.974	-0.003	-0.024	0.013
Si	21.832	0.037	14.9	-0.017	0.003	0.005
Si	24.542	2.761	14.914	-0.003	0.015	0.013
Si	21.807	5.522	14.94	0.003	-0.005	0.004
Si	24.527	-8.107	14.918	0.001	0.007	0.009
Si	21.85	-5.38	14.913	-0.008	0.003	0.001
Si	24.545	-2.672	14.898	0.012	-0.002	0.007
Si	27.234	0.026	14.874	0.012	-0.006	0.013
Si	29.928	2.738	14.826	0.008	0.003	0.006
Si	27.232	5.459	14.864	-0.004	0.008	0
Si	29.944	-8.169	14.851	-0.005	-0.012	0.007
Si	27.259	-5.424	14.858	0	0.016	0
Si	29.96	-2.727	14.843	0.003	0.009	0.013
Si	32.661	-0.016	14.783	-0.003	0.003	0.002
Si	35.364	2.696	14.833	-0.007	0.005	0.011
Si	32.655	5.424	14.828	0.001	-0.011	0.005
Si	35.373	-8.197	14.812	0.014	0.002	0.007
Si	32.671	-5.466	14.794	0.007	0.004	0
Si	35.361	-2.765	14.761	-0.012	-0.022	0.002
Si	38.06	-0.034	14.792	0.011	0.006	0.003
Si	-24.518	2.679	14.807	0.012	0.007	0.003
Si	-27.208	5.404	14.826	0.001	-0.005	0.008
Si	-24.519	8.073	14.827	0.009	0.011	0.013
Si	-27.213	10.808	14.764	0.012	0.012	-0.002
Si	-24.538	-2.776	14.77	-0.007	-0.014	0.005
Si	-21.806	-0.054	14.806	0.006	0.004	0.005
Si	-19.126	2.646	14.832	0.016	0.006	0.008
Si	-21.843	5.33	14.799	-0.026	-0.019	0.008
Si	-19.097	8.086	14.782	0.002	-0.006	-0.007
Si	-21.825	10.806	14.783	0	-0.002	0.004
Si	-19.085	-2.8	14.828	0.008	0.013	0.008
Si	-16.395	-0.097	14.843	-0.008	-0.005	0
Si	-13.656	2.628	14.905	-0.01	0.002	0.008
Si	-16.384	5.348	14.832	-0.011	-0.015	-0.001
Si	-13.654	8.121	14.912	0.011	-0.001	0.002
Si	-16.359	10.827	14.858	0	0.01	0.006
Si	-13.67	-2.788	14.94	-0.011	-0.025	0.002
Si	-10.939	-0.078	15.008	0.003	0.006	0.004
Si	-8.207	2.676	15.034	0.005	-0.006	-0.008
Si	-10.928	5.397	14.977	0.014	0.011	0.006
Si	-8.241	8.128	15.05	-0.013	-0.018	-0.002
Si	-10.914	10.825	14.991	-0.012	-0.014	-0.007
Si	-8.232	-2.761	15.083	-0.011	-0.004	-0.003
Si	-5.481	-0.017	15.13	-0.026	-0.006	-0.008
Si	-2.766	2.71	15.145	-0.001	0.002	0
Si	-5.49	5.409	15.095	0.005	0.003	0
Si	-2.765	8.179	15.128	-0.002	-0.001	-0.004
Si	-5.511	-5.434	15.128	0.01	-0.003	0.006
Si	-2.754	-2.668	15.148	0.024	-0.008	-0.007
O	2.353	-4.883	25.091	-0.109	0.283	0.044
O	-0.045	-2.842	25.424	0.109	0.014	0.785
O	2.722	-0.095	22.314	0.026	-0.043	0.575
O	4.248	1.527	23.512	0.029	-0.458	0.532
O	3.894	-8.08	25.587	-0.376	0.251	0.138
O	1.228	4.223	23.386	-0.643	-0.31	0.256
O	2.63	5.683	21.837	-0.007	0.266	0.132
O	6.084	3.074	22.801	0.115	-0.534	0.228
O	1.409	-6.86	23.564	0.05	0.022	0.177
O	-0.81	4.037	-2.578	-0.253	0.254	-0.48
O	5.513	-2.758	22.229	0.186	-0.095	0.541
O	7.538	-1.304	22.928	0.027	0.813	-0.039
O	7.75	-1.798	-5.147	0.03	0.026	0.412
O	9.432	0.62	22.792	-0.407	0.002	0.449
O	9.491	4.745	25.15	-0.018	-0.239	-0.114
O	7.967	4.764	22.975	0.334	0.035	0.202
O	9.789	6.515	23.221	0.452	0.289	0.172
O	11.115	-8.055	22.025	0.014	-0.04	0.399
O	9.055	-7.431	25.226	0.173	0.259	0.161
O	8.271	-5.404	22.232	-0.24	-0.02	0.606
O	11.693	-4.464	-2.899	0.304	-0.273	-0.158
O	14.252	-1.714	26.624	-0.325	-0.259	-0.02
O	11.61	-0.88	23.219	0.135	-0.394	0.218
O	13.731	0.209	22.224	-0.105	0.04	0.626
O	15.565	2.006	22.852	0.175	-0.126	0.167
O	10.919	2.656	22.056	-0.357	0.052	0.425
O	12.825	3.893	23.115	-0.355	-0.185	0.236
O	15.555	1.846	-3.815	-0.089	0.077	-0.486
O	13.874	-7.455	25.254	0.497	0.023	-0.387
O	11.436	-6.386	25.592	-0.148	0.434	0.366
O	14.879	-4.657	22.834	-0.213	-0.229	-0.223
O	16.185	-5.052	25.104	-0.025	0.134	0.375
O	16.499	-2.683	22.059	0.196	-0.383	0.376
O	18.098	-0.905	23.011	-0.322	-0.04	0.19
O	19.839	1.071	22.93	0.154	0.322	0.055
O	21.746	2.646	22.065	0.491	-0.003	0.304
O	17.568	3.703	23.069	0.42	0.078	0.489
O	19.229	5.493	22.07	0.007	-0.187	0.223
O	21.358	6.98	22.658	0.095	0.51	0.067
O	22.555	-6.703	23.211	-0.235	-0.016	-0.063
O	17.601	-6.283	23.298	-0.242	-0.263	0.03
O	19.426	-5.142	22.113	-0.078	-0.101	0.425
O	21.112	-3.408	23.207	0.284	-0.377	0.14
O	20.421	-1.098	24.238	-0.091	0.213	0.05
O	22.825	-1.479	23.088	0.345	0.132	0.382
O	24.604	0.076	22.099	-0.049	0.088	0.313
O	26.607	1.548	22.882	-0.163	-0.303	0.515
O	25.516	2.847	-5.725	0.459	-0.05	0.354
O	29.311	4.045	25.8	-0.275	-0.336	0.386
O	24.638	-5.389	22.251	0.214	-0.219	0.337
O	20.478	2.556	-5.108	-0.167	0.132	0.455
O	26.658	-3.929	23.08	-0.009	0.15	0.452
O	24.839	4.736	-2.754	0.128	-0.451	0.044
O	29.133	-4.414	24.16	0.001	-0.141	0.22
O	32.126	5.313	25.393	-0.015	-0.274	-0.216
O	32.158	1.306	22.789	0.405	-0.343	0.302
O	-31.734	2.418	24.786	0.491	0.04	-0.049
O	27.891	3.858	22.884	-0.256	0.385	0.39
O	29.865	5.329	21.956	-0.182	0.124	0.41
O	31.748	6.615	23.028	0.375	0.237	-0.119
O	27.474	-3.053	25.383	-0.379	-0.104	0.005
O	29.314	-6.719	23.014	-0.257	-0.155	0.231
O	30.945	-4.753	22.402	-0.242	-0.159	0.277
O	-32.624	-2.762	22.036	-0.143	-0.246	0.7
O	-30.341	-0.16	-6.857	0.277	0.605	-0.063
O	-29.167	0.968	22.878	-0.295	0.405	0.523
O	-25.889	-5.788	25.276	-0.423	0.325	-0.293
O	-28.653	7.052	23.123	0.012	0.576	0.07
O	-29.625	-7.853	-3.629	0.144	0.158	0.08
O	-31.953	-6.946	23.103	-0.284	-0.368	0.071
O	-29.907	-5.473	22.212	0.035	-0.208	0.608
O	-28.127	-3.799	23.185	0.393	-0.147	0.456
O	-26.318	-1.996	22.773	0.314	-0.252	0.3
O	-26.734	-2.599	25.263	0.372	-0.485	-0.008
O	-24.599	-0.17	22.107	0.048	0.069	0.394
O	-22.67	1.231	23.161	0.364	0.01	0.173
O	-30.974	-0.948	22.948	-0.305	0.145	0.351
O	-27.297	2.595	22.067	0.165	-0.149	0.322
O	-23.356	6.462	23.061	-0.603	-0.237	0.252
O	-21.757	-8.108	22.057	0.084	-0.312	0.438
O	-21.451	0.149	25.346	-0.336	-0.106	0.014
O	-26.196	-6.958	22.928	-0.309	-0.412	-0.115
O	-22.238	-3.26	22.051	0.173	0.174	0.506
O	-18.83	0.586	25.332	-0.036	0.124	0.284
O	-11.722	-3.929	26.228	-0.191	-0.198	0.19
O	-18.326	1.208	22.901	-0.316	-0.376	0.088
O	-16.471	2.726	21.944	-0.234	0.023	0.619
O	-20.748	3.547	22.798	-0.307	-0.809	0.146
O	-18.969	5.37	22.051	0.246	-0.026	0.536
O	-16.681	6.722	22.65	0.211	0.35	0.079
O	-20.466	-5.985	22.826	-0.588	0.008	0.108
O	-18.157	-4.736	22.648	0.454	-0.112	0.024
O	-15.14	-1.786	23.452	0.472	-0.134	0.432
O	-13.423	0.977	22.711	-0.187	-0.128	0.024
O	-13.435	1.112	-6.61	-0.041	0.466	0.11
O	-10.744	4.488	-6.151	0.189	0.138	-0.046
O	-14.997	4.694	22.754	0.437	-0.037	0.176
O	-12.589	6.235	22.912	-0.12	0	-0.104
O	-11.09	8.074	22.022	0.022	0.058	0.447
O	-16.078	-7.061	22.816	-0.096	-0.422	0.039
O	-13.926	-5.611	22.218	-0.101	0.092	0.488
O	-2.971	0.165	25.591	-0.322	-0.277	0.442
O	-10.181	-1.694	23.111	-0.016	-0.644	0.088
O	-8.381	-0.033	22.167	-0.008	-0.181	0.202
O	-6.953	1.864	23.265	0.035	-0.186	0.21
O	-13.154	2.135	25.088	-0.134	0.116	-0.152
O	-11.9	2.846	-4.515	-0.286	-0.168	0.08
O	-0.366	7.93	22.305	0.106	-0.09	0.573
O	-6.135	7.86	-6.655	0.074	-0.231	0.316
O	-9.24	-6.894	23.187	0.579	0.39	0.052
O	-5.617	-2.756	22.371	0.052	-0.167	0.027
O	-3.725	-1.333	23.506	0.055	-0.161	0.386
O	-2.587	0.839	22.91	-0.715	-0.121	-0.143
O	11.227	7.333	25.439	0.026	0	-0.527
O	-3.651	-7.491	23.013	0.647	-0.161	0.247
O	1.088	5.882	-2.489	0.287	-0.03	0.142
O	-2.721	-5.26	-5.457	-0.078	0.475	-0.215
O	2.425	6.233	24.582	-0.534	0.332	0.074
O	1.054	-6.813	26.296	0.059	-0.56	0.021
O	5.955	-1.124	25.776	0.153	0.29	-0.31
O	-1.132	6.33	-1.178	-0.132	0.232	-0.618
O	4.775	5.807	25.613	0.398	0.2	0.29
O	3.615	0.067	26.272	0.178	0.165	-0.293
O	2.791	4.021	25.843	-0.433	-0.297	0.312
O	-26.428	3.683	25.441	-0.546	-0.157	-0.28
O	4.462	7.118	23.246	0.38	0.097	0.211
O	3.774	4.118	23.512	0.082	0.229	-0.552
O	-2.829	-5.336	22.125	0.114	0.14	0.552
O	4.777	-5.714	25.739	0.105	0.27	0.092
O	7.366	-3.097	24.762	0.068	-0.729	0.222
O	7.691	6.704	24.728	-0.392	-0.254	0.21
O	-1.814	4.983	24.553	0.447	0.508	0.055
O	18.691	-5.978	-6.247	0.416	0.304	0.036
O	8.794	2.456	-6.104	-0.255	0.333	0.004
O	11.245	2.708	-6.784	0.093	-0.19	0.657
O	1.292	-3.446	-3.105	-0.129	-0.236	0.228
O	10.258	0.346	-6.97	0.413	-0.027	0.338
O	8.171	-4.288	-5.742	-0.045	-0.066	-0.26
O	9.432	-3.269	23.088	0.631	0.325	0.428
O	-2.364	2.566	25.081	-0.314	0.1	-0.415
O	9.869	-3.124	-4.078	-0.264	0.053	0.57
O	15.868	-0.152	25.171	-0.205	0.214	-0.494
O	15.244	4.292	24.143	0.219	0.057	0.232
O	7.06	-7.356	23.401	-0.114	-0.052	0.166
O	14.03	6.135	22.704	-0.209	0.248	0.037
O	9.417	-1.247	24.671	0.346	0.073	0.822
O	15.608	7.013	25.901	0.179	-0.37	0.322
O	-14.546	6.445	24.543	-0.196	0.395	0.263
O	-16.227	-0.94	-3.259	0.175	-0.283	0.04
O	8.337	-6.802	-5.193	-0.057	-0.258	-0.237
O	19.128	-1.554	-3.652	-0.188	-0.303	-0.241
O	14.179	-5.035	-4.64	-0.082	-0.013	0.499
O	21.544	-1.806	-4.542	0.46	0.31	-0.072
O	-25.675	-0.507	26.621	0.032	-0.04	-0.02
O	20.862	0.344	-3.266	-0.269	0.459	-0.208
O	-7.369	1.477	25.894	0.162	0.112	0.39
O	22.802	4.718	23.004	-0.001	-0.069	0.384
O	16.253	7.391	23.303	0.126	-0.031	-0.132
O	18.708	-5.38	25.699	0.19	-0.109	-0.098
O	-15.559	-7.274	-6.428	0.445	0.277	-0.119
O	-18.406	-6.692	24.22	-0.026	-0.669	0.24
O	-21.873	-7.807	-6.689	-0.026	-0.542	-0.277
O	22.303	-2.273	25.488	0.157	-0.076	0.089
O	16.895	-2.267	26.17	0.331	-0.335	-0.224
O	27.177	-0.194	-6.364	0.357	0.22	-0.26
O	23.006	1.81	-5.518	-0.239	-0.383	-0.349
O	3.486	-4.713	-3.893	0.023	-0.439	0.379
O	29.984	2.799	-3.741	0.398	-0.206	-0.514
O	24.722	-1.318	-2.654	0.458	0.046	0.013
O	21.869	-7.628	25.719	-0.209	0.206	-0.06
O	21.211	-8.123	-3.795	0.104	0.464	-0.174
O	25.293	6.605	25.852	-0.122	-0.238	0.016
O	27.128	-5.342	-0.59	-0.107	0.05	-0.296
O	-4.092	6.323	-7.041	0.114	-0.228	-0.232
O	30.035	-0.131	22.134	-0.211	-0.159	0.661
O	-14.7	-4.288	-5.421	0.013	-0.25	-0.443
O	29.881	6.511	24.985	-0.591	0.177	-0.4
O	20.905	6.146	-5.473	-0.355	-0.188	0.358
O	-31.501	-6.515	25.678	0.112	0.538	0.018
O	32.43	5.455	-0.603	0.053	-0.06	-0.2
O	-9.047	-0.117	24.876	0.357	-0.182	-0.46
O	-20.441	-2.055	23.342	0.09	0.32	0.324
O	-24.232	-3.572	-1.042	0.002	0.311	0.067
O	28.773	1.903	24.368	0.062	-0.486	0.23
O	31.327	-5.984	24.618	-0.221	0.296	0.321
O	22.192	4.123	-6.359	0.374	0.174	-0.498
O	18.325	5.546	-3.87	0.235	-0.362	-0.21
O	-21.317	4.945	-0.688	0.138	-0.134	-0.079
O	32.486	3.479	-5.915	0.07	-0.22	0.134
O	-21.911	-3.222	25.348	-0.52	0.101	-0.293
O	-32.349	6.177	-5.799	-0.411	0.434	-0.089
O	9.05	7.688	-0.896	0.281	0.299	-0.36
O	-30.429	5.073	-7.1	0.382	0.097	-0.436
O	-29.037	-1.883	-5.537	0.167	0.209	-0.038
O	31.212	-4.202	-1.697	-0.55	0.209	-0.439
O	-26.47	-3.46	-2.49	-0.097	0.188	-0.032
O	-30.234	0.302	25.189	0.017	-0.232	0.236
O	-23.698	-1.984	-5.864	0.423	-0.089	-0.133
O	-26.769	-6.795	-3.716	-0.382	-0.117	0.083
O	-30.739	-3.978	-5.531	-0.393	0.52	-0.248
O	-7.568	3.144	-5.808	-0.181	0.12	-0.278
O	-17.774	1.819	-6.945	-0.562	0.598	0.063
O	-21.717	2.707	25.089	-0.301	0.075	0.189
O	-16.906	5.115	24.569	-0.34	0.123	0.433
O	-24.197	5.123	25.093	0.087	-0.074	0.072
O	-12.389	-4.016	23.545	-0.147	0.214	0.332
O	-20.627	-6.904	-4.613	0.808	0.088	0.403
O	21.884	-5.565	-0.179	-0.145	0.196	-0.498
O	-26.116	-7.925	-5.961	-0.142	-0.444	0.282
O	-24.755	4.521	-6.424	0.038	-0.13	0.319
O	-11.957	7.056	25.373	-0.111	0.488	-0.171
O	-19.791	-1.792	25.855	0.252	-0.205	0.334
O	-20.078	-2.186	-6.213	0.386	0.428	0.207
O	-11.449	0.381	24.129	0.344	0.125	-0.128
O	6.996	0.621	-5.684	-0.507	0.028	-0.127
O	-13.615	-5.415	25.486	-0.016	-0.182	-0.044
O	-15.005	-0.756	-5.531	0.549	-0.682	-0.427
O	-21.709	-2.21	-4.166	0.152	0.141	0.573
O	6.207	-5.325	-4.206	0.19	-0.07	0.386
O	28.568	-2.179	-5.441	-0.135	-0.293	-0.453
O	-22.202	7.349	-4.228	-0.255	-0.4	-0.122
O	-17.018	-5.391	-5.438	-0.412	0.079	0.034
O	-17.72	6.612	-6.769	-0.207	0.299	-0.297
O	29.192	0.714	-2.457	-0.165	0.058	0.271
O	-19.196	2.875	-0.657	-0.325	-0.174	-0.438
O	-26.309	-5.33	-5.929	0.232	0.029	0.487
O	-7.049	1.271	-1.343	-0.793	-0.12	0
O	-24.042	-4.233	26.413	-0.267	0.436	-0.264
O	-13.249	-3.088	-3.669	-0.26	0.42	-0.059
O	30.235	-6.71	-5.428	0.606	-0.261	-0.098
O	-6.603	5.26	-7.119	-0.22	-0.137	-0.551
O	-8.791	-7.118	-1.332	-0.259	0.18	-0.301
O	23.24	0.834	-2.297	0.01	0.36	0.04
O	30.318	-3.951	-4.674	0.323	-0.134	0.317
O	-8.382	-2.886	25.26	-0.528	0.216	-0.355
O	26.497	3.063	24.982	-0.338	0.26	-0.21
O	11.964	-0.644	-1.229	-0.366	0.509	0.185
O	-5.37	2.758	25.105	0.413	-0.049	-0.558
O	-1.837	-4.281	-0.929	-0.113	-0.217	-0.217
O	-27.125	4.508	-5.302	-0.113	0.506	-0.19
O	-3.139	-7.832	-5.757	0.142	0.053	0.575
O	-22.142	-5.204	-0.624	0.547	-0.26	0.012
O	-26	2.199	-6.089	0.157	-0.156	-0.033
O	-16.788	6.113	-1.405	0.052	0.215	-0.331
O	-17.924	2.776	-4.621	-0.397	-0.115	0.322
O	-4.777	-6.107	-6.757	0.1	0.32	-0.021
O	-11.195	-5.997	24.694	-0.378	-0.398	-0.11
O	-30.722	-1.13	-1.785	-0.472	-0.34	-0.38
O	13.975	6.427	-3.55	-0.687	-0.061	0.135
O	-1.07	-0.788	24.155	0.136	-0.07	-0.352
O	-11.057	-1.556	25.711	-0.072	0.297	0.063
O	-10.884	3.094	26.1	0.418	0.21	-0.414
O	27.105	5.04	-1.337	-0.114	0.454	0.206
O	-6.102	1.066	-6.286	0.088	0.007	0.101
O	-17.511	1.131	-1.743	-0.005	0.335	-0.698
O	-5.362	4.429	-5.035	0.171	-0.474	-0.512
O	6.327	-5.952	-6.684	-0.438	-0.251	0.3
O	20.563	-4.118	-3.621	-0.202	0.005	-0.409
O	29.753	-2.615	-0.34	-0.084	0.036	-0.417
O	-11.102	0.287	-5.154	0.098	-0.507	0.077
O	26.704	6.42	-3.64	0.268	0.606	-0.13
O	4.93	-3.518	-5.596	0.056	0.063	-0.105
O	31.067	3.213	24.077	-0.195	0.466	-0.238
O	4.819	1.736	-3.469	0.108	0.009	0.14
O	28.317	7.317	-5.595	0.116	-0.076	-0.488
O	15.632	-4.122	-1.373	-0.037	0.277	-0.516
O	1.343	-1.079	-6.805	0.347	0.303	0.05
O	4.781	6.444	-5.874	0.178	0.332	-0.062
O	-16.665	-2.869	21.804	-0.254	-0.082	-0.047
O	30.684	7.246	-1.684	-0.042	-0.338	-0.45
O	10.591	2.907	-3.018	-0.214	0.323	0.048
O	23	-5.372	25.487	0.133	0.467	-0.316
O	2.41	0.976	-3.574	0.249	0.55	-0.102
O	4.397	1.851	-5.996	0.034	-0.604	0.106
O	-12.343	6.675	-1.579	0.146	0.345	-0.432
O	25.052	0.823	-4.175	0.441	-0.037	-0.06
O	6.533	3.032	-4.887	0.044	0.536	0.052
O	-9.686	-7.879	25.644	0.501	0.125	-0.045
O	2.379	-7.906	-0.237	-0.228	0.031	-0.497
O	-2.331	-3.94	25.876	-0.221	-0.18	0.046
O	-32.094	3.733	22.624	-0.073	0.136	0.235
O	7.833	-8.163	-3.143	-0.398	-0.177	-0.41
O	18.049	6.295	24.905	0.047	-0.136	-0.536
O	-17.558	-0.022	-5.188	-0.471	-0.12	0.169
O	0.562	6.295	-5.018	-0.157	-0.611	-0.111
O	26.441	5.389	-6.054	-0.289	0.296	-0.209
O	14.177	-7.591	-4.674	-0.081	0.1	-0.121
O	12.281	4.258	-1.514	0.503	-0.144	-0.131
O	-22.729	7.305	25.601	0.544	0.015	0.336
O	14.775	6.496	-6.113	0.282	0.378	0.083
O	18.484	7.759	-5.534	-0.367	-0.454	-0.225
O	5.671	-1.333	-6.753	-0.125	0.606	-0.212
O	-30.826	4.003	-1.501	0.189	-0.723	-0.162
O	18.043	-4.675	-2.635	-0.177	0.497	-0.272
O	-14.291	-7.149	-1.558	0.18	-0.334	-0.055
O	1.088	-5.626	-4.542	-0.003	0.048	-0.103
O	-3.294	-2.066	-1.234	0.173	-0.263	-0.224
O	18.494	0.461	25.16	0.525	-0.202	0.338
O	-25.122	-1.075	-1.492	0.065	-0.531	-0.425
O	-9.897	4.152	-3.621	0.067	0.106	-0.241
O	16.427	7.291	-3.744	-0.252	0.491	-0.279
O	22.545	3.612	-3.744	0.245	-0.143	0.07
O	-28.505	-6.776	-5.696	0.02	0.274	-0.703
O	24.285	-3.836	-6.937	-0.078	-0.124	-0.233
O	-22.522	-7.426	-2.02	0.007	-0.056	0.325
O	-24.978	8.131	24.907	-0.05	-0.418	-0.578
O	17.604	0.461	-2.846	-0.036	0.18	0.598
O	18.932	2.878	-0.208	0.103	0.044	-0.013
O	23.426	-2.575	-0.771	-0.203	-0.543	0.311
O	27.846	-1.12	-1.233	-0.749	0.325	-0.02
O	6.047	-1.319	-1.127	0.243	0.237	-0.337
O	25.696	0.981	-1.577	0.527	-0.138	-0.301
O	-30.842	4.958	26.437	0.282	-0.389	-0.107
O	-30.458	-7.616	-1.144	-0.052	0.031	0.237
O	14.481	1.969	-1.39	0.164	0.499	-0.181
O	-20.267	-2.357	-1.209	-0.319	-0.325	-0.28
O	4.023	6.489	-1.106	-0.369	-0.135	-0.418
O	12.632	-6.356	23.237	0.06	0.387	0.067
O	-32.111	-5.65	-1.063	0.155	0.478	0.194
O	31.182	2.039	-1.493	0.366	0.65	-0.423
O	16.586	-1.788	-3.772	-0.543	-0.222	0.283
O	27.313	-8.15	22.174	-0.175	0.244	0.137
O	-15.098	6.516	-6.966	0.666	-0.147	0.476
O	30.977	5.075	-4.562	-0.046	0.656	0.03
O	-16.487	4.423	-6.071	0.253	-0.311	-0.261
O	31.24	-6.688	-2.572	0.324	-0.205	-0.194
O	-8.637	-5.478	25.225	0.094	-0.042	0.639
O	-10.711	5.238	-0.274	0.319	-0.009	-0.471
O	-15.626	1.731	-5.258	0.203	0.406	0.151
O	-30.057	7.457	-6.042	0.514	-0.285	0.105
O	22.036	-3.987	-5.718	-0.583	0.255	-0.195
O	24.725	0.486	-6.796	-0.537	-0.056	-0.042
O	-17.924	-1.4	-1.432	-0.214	0.088	0.688
O	-5.134	-0.204	-0.404	-0.133	0.008	-0.143
O	23.1	6.616	24.585	-0.043	0.14	0.48
O	-30.871	6.484	-2.448	-0.358	0.169	0.052
O	-28.478	7.167	-1.602	0.412	-0.235	-0.363
O	-32.332	-4.972	-3.623	0.295	0.245	0.041
O	-25.691	-7.477	-1.299	0.303	-0.331	-0.08
O	-31.128	-6.559	-5.374	-0.144	-0.327	0.151
O	-31.813	4.487	-3.828	-0.235	-0.218	-0.029
O	-16.317	4.31	-3.353	-0.017	-0.627	-0.068
O	-28.864	-3.818	-1.452	-0.375	-0.032	-0.063
O	-5.748	6.328	-3.318	0.236	0.424	0.461
O	-27.573	2.78	-3.442	-0.349	-0.375	-0.034
O	-25.691	1.072	-2.962	-0.276	-0.29	-0.4
O	-5.845	7.529	22.76	-0.029	0.147	-0.118
O	-23.121	6.434	-1.879	-0.354	-0.233	-0.289
O	-12.173	-4.562	-5.661	0.169	0.027	0.283
O	-18.133	-3.945	-1.549	-0.09	-0.198	-0.545
O	-6.25	-4.332	25.148	0.612	-0.163	-0.314
O	-4.447	-6.371	-0.67	-0.061	-0.24	0.148
O	26.856	-4.08	-6.526	0.071	0.011	0.231
O	-9.838	4.343	23.243	-0.466	0.084	0.471
O	-1.259	2.13	-0.816	-0.378	0.109	-0.165
O	10.697	1.021	24.977	0.711	0.505	-0.084
O	-7.838	7.89	-3.383	-0.005	0.474	-0.462
O	4.131	4.137	-4.668	-0.236	-0.167	-0.22
O	0.39	0.872	-5.502	0.074	0.447	-0.135
O	29.047	-7.14	-1.09	-0.123	-0.245	-0.132
O	17.873	4.98	-1.272	-0.104	0.5	-0.127
O	-18.675	7.887	-0.672	-0.105	0.078	-0.278
O	0.902	-7.98	-3.426	0.071	0.247	0.472
O	-7.88	6.009	23.192	0.061	-0.196	-0.036
O	15.362	6.791	-1.296	0.305	-0.069	-0.181
O	-9.47	-0.886	-1.387	0.395	-0.012	-0.492
O	-29	0.855	-1.694	-0.427	0.643	-0.351
O	20.749	-7.478	-6.694	-0.226	0.008	0.331
O	8.253	1.649	26.171	-0.215	0.182	-0.453
O	-13.119	8.044	-3.665	0.289	0.265	-0.427
O	-6.377	-6.57	-2.424	0.036	0.181	-0.612
O	-3.858	3.084	-0.833	0.18	-0.222	0.055
O	-16.126	-5.731	25.042	-0.055	0.467	0.144
O	10.14	5.952	-6.233	-0.556	-0.085	0.217
O	-28.323	-1.578	-2.725	0.738	0.323	-0.049
O	-16.385	0.232	24.354	0.081	0.121	-0.284
O	4.619	-3.255	25.236	-0.069	0.208	0.203
O	-24.128	-3.147	-3.631	-0.049	-0.362	-0.469
O	-29.806	0.098	-4.114	-0.396	0.377	-0.039
O	-12.05	-3.863	-1.488	0.003	-0.06	-0.543
O	5.265	3.243	25.403	0.634	-0.156	0.465
O	-9.822	-5.371	-6.246	0.022	-0.205	0.471
O	-7.411	3.328	-2.973	0.173	0.231	-0.445
O	25.43	7.01	-1.523	-0.004	0.388	-0.373
O	-1.551	6.56	-6.529	-0.054	-0.267	-0.463
O	5.467	-3.125	-3.045	0.367	-0.055	0.044
O	29.435	-4.819	-6.966	0.185	0.535	-0.295
O	32.166	0.895	-6.469	-0.132	-0.064	0.047
O	18.751	7.962	-2.94	-0.352	-0.038	0.508
O	13.391	0.438	-3.204	0.355	-0.323	-0.206
O	1.629	-1.598	-1.242	0.442	-0.304	-0.084
O	1.203	-0.614	25.558	0.033	-0.024	-0.384
O	18.815	-7.977	-0.04	-0.115	-0.11	-0.167
O	8.098	-2.69	-0.29	-0.118	0.153	-0.349
O	19.916	7.15	26.486	-0.651	0.351	-0.009
O	-13.334	2.444	-0.281	0.084	-0.314	-0.448
O	-10.946	1.06	-2.781	0.161	0.374	-0.033
O	-2.659	8.099	-0.175	0.161	0.026	-0.528
O	-13.879	-0.301	25.075	0.531	-0.137	0.289
O	1.889	-3.432	-5.677	-0.14	0.11	-0.008
O	-21.896	-5.155	-3.191	-0.033	0.665	0.042
O	-1.468	-3.546	23.346	0.119	0.529	0.172
O	-0.783	-2.131	-1.971	-0.136	0.234	0.129
O	0.109	0.071	-0.05	-0.161	0.059	-0.432
O	3.882	1.038	-1.205	0.301	-0.327	-0.203
O	-32.433	-1.639	-6.983	0.067	-0.578	0.285
O	2.54	2.864	-0.063	0.021	0.25	-0.654
O	0.505	4.52	-0.396	-0.035	-0.13	0.197
O	-7.368	1.045	-4.049	-0.079	-0.313	0.226
O	-20.204	-4.335	-4.916	0.382	-0.214	0.007
O	5.371	5.939	-3.3	0.279	-0.088	-0.18
O	29.603	-1.847	-3.095	0.606	-0.377	0.362
O	-5.152	2.037	-2.961	0.14	-0.32	-0.466
O	3.976	-2.976	-0.943	-0.171	0.231	-0.134
O	-29.329	3.184	-5.538	0.005	-0.165	0.079
O	4.122	-0.904	-2.832	0.011	-0.308	-0.336
O	9.552	1.171	-1.314	-0.132	-0.466	-0.113
O	-1.285	-6.248	-3.581	-0.013	-0.231	0.659
O	-28.344	-3.982	-6.736	-0.17	0.11	-0.473
O	5.893	4.532	-1.078	-0.262	-0.205	-0.333
O	7.919	2.93	-0.352	-0.068	0.088	-0.526
O	-30.059	5.263	21.995	-0.094	0.007	0.177
O	5.342	-5.165	-0.253	0.077	-0.241	-0.697
O	7.158	-6.796	-1.043	0.144	0.498	-0.183
O	9.915	-2.318	-6.476	0.803	-0.118	-0.068
O	9.72	-4.587	-1.152	-0.373	-0.153	-0.08
O	10.766	0.298	-3.405	-0.06	-0.28	-0.075
O	-25.349	4.013	23.032	0.267	-0.227	0.061
O	28.84	3.139	-1.406	-0.242	0.129	-0.237
O	-24.297	-5.284	22.039	0.066	-0.014	0.656
O	10.644	5.715	-0.273	-0.179	-0.168	-0.431
O	-7.846	-2.79	-0.512	-0.057	0.035	-0.374
O	-25.731	3.332	-1.524	-0.007	-0.148	0.073
O	13.493	-8.002	-0.332	0.1	0.019	-0.449
O	-0.819	2.807	23.09	0.731	0.452	-0.073
O	11.641	-6.394	-1.172	-0.054	-0.17	-0.331
O	-15.635	-0.268	-0.776	0.162	0.642	0.159
O	13.641	-2.576	-0.462	-0.077	0.003	-0.46
O	16.175	0.159	-0.381	-0.215	-0.094	-0.204
O	17.779	-1.65	-1.364	0.08	-0.395	-0.161
O	31.089	-1.341	-5.136	0.207	0.139	0.147
O	12.315	7.11	-5.444	-0.181	0.508	-0.4
O	1.094	-1.896	23.249	0.2	-0.324	0.309
O	17.273	-7.531	25.414	-0.08	0.013	0.859
O	-24.123	6.971	-6.965	0.15	0.164	0.514
O	17.023	-6.217	-0.787	0.04	-0.135	0.08
O	25.855	-2.188	-5.266	-0.451	-0.177	0.533
O	13.121	5.519	25.085	0.049	-0.171	0.004
O	15.831	-6.159	-3.034	0.065	-0.246	0.191
O	-2.594	2.173	-3.012	-0.118	-0.486	-0.502
O	21.019	1.773	-1.172	0.162	0.465	-0.387
O	20.123	-6.308	-2.248	0.079	-0.29	0.065
O	-12.138	5.506	-4.018	-0.343	0.052	-0.379
O	24.259	2.867	-0.375	0.163	0.096	-0.239
O	20.784	7.501	-1.306	0.094	-0.033	-0.372
O	22.609	4.654	-1.345	-0.543	0.166	-0.087
O	28.435	4.799	-4.556	-0.026	-0.128	0.195
O	23.903	-7.68	-0.328	0.014	0.005	-0.415
O	20.039	-3.942	-1.1	-0.239	0.47	-0.232
O	-17.71	-7.978	-4.883	0.015	0.077	0.386
O	-4.111	4.46	23.381	-0.439	-0.296	0.181
O	-24.761	-5.501	-2.731	0.291	0.09	0.01
O	4.102	-4.792	23.218	-0.284	-0.364	-0.198
O	23.145	-6.184	-6.4	0.576	-0.191	0.528
O	-7.728	-4.275	23.016	-0.127	-0.072	-0.105
O	15.948	4.842	-2.966	-0.445	-0.382	-0.421
O	-19.356	3.999	24.971	-0.189	0.029	0.153
O	-28.596	6.005	25.642	-0.104	-0.452	-0.112
O	-29.2	4.805	-3.51	0.126	0.411	0.328
O	-9.518	5.873	25.365	0.295	0.053	-0.012
O	25.413	-3.745	-1.689	-0.042	-0.305	-0.525
O	8.429	1.562	-3.665	-0.487	-0.43	0.29
O	-13.988	-2.217	-1.202	0.03	-0.133	-0.223
O	16.91	-1.635	-6.463	0.435	0.152	0.034
O	32.597	0.06	-0.591	-0.04	-0.072	-0.123
O	27.75	-6.473	-5.806	-0.625	-0.129	0.077
O	11.373	5.17	-3.932	0.184	-0.17	-0.06
O	16.247	-6.392	-5.607	-0.012	-0.597	-0.373
O	-1.313	-0.972	-6.627	0.058	-0.237	0.177
O	-25.091	3.442	-4.028	0.576	0.101	0.078
O	13.127	4.56	-6.674	-0.243	0.205	0.741
O	-7.3	-6.053	-6.291	0.102	-0.151	0.612
O	-21.568	5.272	24.6	0.458	0.608	0.109
O	-23.604	1.149	-1.478	0.328	0.574	-0.539
O	-2.362	-3.691	-3.343	-0.135	0.267	-0.718
O	-14.541	6.113	-2.907	0.116	0.475	-0.327
O	-27.111	-0.059	-0.253	0.039	0.108	-0.322
O	-12.623	4.627	24.884	0.207	-0.208	-0.253
O	22.81	6.173	-3.548	0.511	0.269	-0.196
O	-16.198	-5.544	-0.659	-0.128	-0.109	-0.363
O	-27.118	5.33	-0.504	0.028	-0.018	-0.008
O	22.928	7.695	-5.72	0.431	0.079	-0.06
O	-26.523	6.008	24.158	0.077	0.147	-0.405
O	-11.315	2.614	22.123	-0.067	0.001	0.532
O	-27.204	-5.567	-0.437	0.016	-0.029	-0.656
O	-19.643	-4.251	24.691	-0.079	0.138	0.399
O	-15.93	-1.572	26.169	-0.223	-0.314	0.165
O	-24.514	-8.115	-3.467	-0.03	-0.429	-0.601
O	-8.011	-3.491	-6.765	0.431	-0.044	0.537
O	-21.731	-0.255	-0.515	-0.024	0.079	-0.376
O	23.192	-3.429	-3.294	0.213	-0.075	0.06
O	-27.517	-7.95	24.987	-0.572	0.407	0.205
O	29.834	3.355	-6.256	0.201	-0.273	-0.04
O	15.022	-2.694	24.442	-0.182	0.194	-0.469
O	-9.188	3.408	-1.132	0.279	-0.534	-0.075
O	-9.726	-1.472	-6.572	-0.388	-0.587	0.393
O	-0.227	-7.61	-5.715	0.124	0.501	-0.46
O	-20.164	-6.527	-1.587	0.59	-0.081	-0.511
O	28.449	-2.057	23.036	0.136	0.07	0.276
O	9.846	-6.378	-3.093	0.303	-0.15	-0.16
O	6.524	-7.647	25.934	0.352	-0.243	0.226
O	-17.181	2.567	24.944	0.358	0.031	0.237
O	-11.526	0.337	-0.44	0.285	-0.355	-0.082
O	25.882	0.679	26.002	-0.446	-0.094	-0.594
O	29.021	-7.795	-3.514	-0.477	-0.173	0.167
O	0.253	-5.799	-0.223	0.159	-0.123	-0.213
O	-8.186	5.61	-2.272	0.092	0.46	0.632
O	-25.689	-0.466	-6.505	-0.006	-0.164	0.663
O	30.585	1.769	26.226	-0.294	-0.335	-0.258
O	16.685	2.361	25.18	0.217	0.158	0.219
O	24.414	-7.531	24.758	0.51	0.326	0.333
O	-10.625	-5.592	-0.341	-0.009	0.067	-0.53
O	21.637	-0.711	-0.913	-0.151	-0.15	-0.238
O	10.084	7.581	-4.233	-0.079	-0.11	0.273
O	2.967	6.581	-4.072	0.132	0.362	0.343
O	13.193	3.058	-3.536	0.278	0.245	-0.663
O	-3.991	-5.63	-3.105	-0.216	-0.212	-0.136
O	12.182	-1.906	-3.472	0.48	0.037	-0.098
O	-2.567	5.942	22.04	0.088	-0.035	0.407
O	-3.379	6.23	-4.566	0.407	0.077	0.286
O	-15.555	-7.037	-3.839	-0.17	0.073	0.23
O	-7.764	3.897	24.788	-0.11	0.091	0.25
O	-19.145	-2.393	-3.589	0.223	0.262	-0.158
O	-5.806	-4.301	-1.377	0.068	0.477	-0.574
O	25.395	6.754	23.212	0.006	-0.575	0.024
O	32.131	-5.043	-6.134	0.176	-0.014	-0.481
O	-7.745	5.611	-4.846	-0.314	0.213	-0.438
O	-18.209	5.598	-4.457	-0.452	0.019	0.496
O	-5.311	5.356	-0.283	-0.067	-0.184	-0.347
O	17.12	-3.937	-5.224	0.203	0.008	0.056
O	-0.035	1.53	-3.048	0.115	-0.046	0.129
O	-28.59	-1.335	23.969	-0.019	0.04	0.166
O	-6.781	7.562	-0.964	-0.226	-0.058	0.048
O	-14.963	4.195	-1.231	-0.009	-0.455	-0.155
O	-11.806	-1.377	-2.432	0.21	0.261	-0.626
O	-16.573	7.965	25.084	-0.049	-0.645	-0.504
O	14.749	-2.595	-5.321	-0.17	0.655	-0.192
O	-19.979	7.085	-5.567	-0.103	-0.234	-0.009
O	-28.551	-3.912	-4.051	-0.272	-0.669	0.07
O	27.352	-0.624	-3.732	-0.222	0.135	-0.071
O	-5.502	-7.236	24.752	-0.382	0.627	-0.039
O	27.673	5.951	26.383	0.101	0.202	-0.388
O	19.915	0.045	-5.654	0.135	-0.417	-0.22
O	-23.671	-0.544	-3.594	0.085	0.317	0.062
O	13.572	-4.847	25.123	-0.322	0.419	0.606
O	0.04	3.323	25.654	0.296	0.239	-0.127
O	-3.969	6.792	24.585	0.155	0.236	0.465
O	-16.774	-2.67	-5.401	-0.618	-0.044	-0.077
O	17.889	1.658	-5.147	-0.281	0.084	-0.42
O	17.816	3.031	-2.997	0.712	-0.079	0.102
O	-23.902	1.121	25.44	-0.406	-0.215	-0.31
O	-8.812	0.959	-6.25	-0.003	0.366	-0.457
O	-13.4	0.818	-4.039	-0.309	-0.306	0.471
O	-3.974	4.68	26.082	0.396	0.275	0.596
O	-3.93	-0.336	-6.625	-0.12	-0.032	0.382
O	-28.012	0.54	-6.077	-0.212	0.275	-0.126
O	-13.343	-5.689	-3.594	0.352	-0.107	0.587
O	-3.937	4.443	-2.878	0.479	0.25	0.077
O	12.216	-3.584	-5.375	-0.257	0.119	-0.155
O	32.163	7.935	25.116	0.093	-0.081	0.567
O	-0.316	-5.347	24.772	-0.46	-0.279	0.005
O	-22.46	-5.431	-5.82	-0.262	0.483	0.055
O	20.695	5.473	24.602	-0.136	-0.489	-0.23
O	6.556	6.99	-1.177	-0.094	-0.01	0.348
O	0.723	-0.967	-3.703	-0.129	-0.33	-0.34
O	19.285	4.542	26.468	-0.434	-0.545	-0.275

Results
total energy: -406611.865 eV
total energy less fixed offsets of O -438.25, Si -107.07 eV per atom: 0.935 eV
